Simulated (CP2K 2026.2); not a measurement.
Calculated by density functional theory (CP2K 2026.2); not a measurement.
Periodic cell of 2052 atoms, Si1404O648, from a study of silicon, its oxide and their interface. The atomic structure is a simulated model.
Doubt: the forces sum to 2.36 eV/angstrom along one axis rather than to zero, so they err by at least 0.0011 eV/angstrom per atom on average; the grid cutoff is modest.

Settings: functional PBE; method Gaussian and plane waves; basis set DZVP-MOLOPT-SR-GTH; pseudopotentials GTH-PBE; grid cutoff 300 Ry, relative cutoff 40 Ry; k points Gamma only; occupations fixed; spin none; net charge 0.

Cell vectors (angstrom)
a 16.407 0 0
b 0 65.628 0
c 0 0 34.241

Atoms and the computed forces on them: element, x, y, z (angstrom), force x, y, z (eV/angstrom)
Si 0.228 -0.126 0.365 0.046 0.048 -0.211
Si 2.872 2.658 0.649 0.057 -0.022 -0.627
Si 0.652 4.935 0.434 0.079 -0.195 -0.025
Si 2.975 7.668 0.141 -0.303 0.015 -0.082
Si -0.374 11.17 0.058 0.019 0.041 -0.2
Si 2.959 13.45 0.351 -0.354 -0.03 0.113
Si -0.392 16.943 0.338 0.172 -0.09 -0.09
Si 2.956 19.054 0.342 -0.222 -0.146 0.182
Si 0.061 21.693 0.219 -0.218 0.335 -0.006
Si 3.208 24.095 0.001 -0.154 0.098 -0.114
Si -0.032 26.971 0.066 0.034 0.125 -0.082
Si 3.056 29.583 0.131 -0.117 0.112 -0.313
Si -0.47 33.015 0.051 0.149 -0.015 -0.198
Si 2.626 35.681 -0.073 -0.057 0.07 -0.196
Si 0.253 37.706 -0.032 -0.035 0.173 -0.07
Si 2.472 41.234 -0.042 -0.182 -0.007 -0.292
Si 0.132 43.486 0.235 -0.07 0.059 -0.289
Si 2.969 46.186 -0.174 0.04 -0.15 0.246
Si -0.198 49.277 0.341 0.258 -0.165 -0.258
Si 2.62 52.082 0.056 0.105 -0.271 0.012
Si 0.411 54.376 -0.317 0.048 0.084 -0.098
Si 2.604 57.865 -0.039 -0.099 -0.093 -0.055
Si 0.391 60.066 -0.154 -0.045 -0.186 0.326
Si 2.407 63.238 -0.011 -0.032 -0.121 0.221
Si 4.837 0.32 0.126 -0.133 0.241 0.097
Si 8.335 2.532 -0.06 0.031 0.041 0.181
Si 5.369 5.576 0.179 -0.126 0.021 -0.19
Si 8.334 8.492 -0.054 0.043 -0.038 0.187
Si 5.059 11.151 -0.101 0.015 0.281 0.166
Si 8.371 13.817 0.306 -0.004 -0.139 -0.191
Si 4.9 16.473 0.084 0.029 -0.08 0.021
Si 8.395 18.978 0.026 0.076 -0.25 0.239
Si 5.192 21.72 0.32 0.111 -0.182 0.214
Si 8.281 24.217 -0.325 -0.071 0.044 0.217
Si 5.332 27.443 -0.141 0.046 -0.262 -0.043
Si 7.96 30.273 0.171 -0.081 -0.039 -0.075
Si 5.779 32.421 0.185 -0.013 -0.102 -0.081
Si 8.443 34.92 -0.184 0.159 -0.049 0.278
Si 5.444 38.676 -0.053 0.326 -0.225 0.427
Si 8.266 40.737 0.138 0.092 0.111 0.118
Si 5.078 43.823 -0.005 -0.069 -0.005 0.124
Si 8.067 46.527 -0.128 -0.138 -0.016 -0.133
Si 5.876 48.791 0.003 -0.095 0.074 -0.051
Si 8.02 52.362 -0.122 -0.064 -0.057 0.039
Si 5.639 54.358 -0.001 0.043 -0.124 0.063
Si 8.622 57.113 0.103 0.006 -0.186 -0.188
Si 5.413 60.605 0.003 0.217 -0.129 0.241
Si 8.265 62.957 -0.263 0.096 0.036 0.208
Si 10.654 0.351 -0.161 -0.015 -0.075 0.481
Si 13.292 2.932 -0.233 0.161 -0.159 0.367
Si 11.117 5.275 0.09 -0.008 0.019 0.469
Si 13.667 8.074 -0.12 0.089 0.048 0.113
Si 10.626 11.65 0.274 0.145 -0.055 -0.082
Si 13.877 13.518 0.458 0 0.1 -0.08
Si 10.642 16.792 0.246 0.026 -0.025 0
Si 13.801 19.187 0.119 -0.132 -0.043 -0.064
Si 10.59 22.089 0.056 0.243 -0.075 -0.061
Si 13.384 25.082 0.058 -0.192 -0.21 0.068
Si 10.988 27.11 -0.056 0.039 -0.035 0.006
Si 12.987 30.582 -0.125 -0.025 -0.058 -0.183
Si 10.751 32.785 0.244 -0.162 -0.002 -0.19
Si 13.742 35.225 -0.113 -0.2 0.115 -0.228
Si 10.523 38.535 -0.083 0.072 -0.229 -0.124
Si 13.185 41.089 -0.049 0.068 0.027 0.059
Si 11.076 43.363 0.156 -0.1 0.075 0.068
Si 13.092 46.503 -0.412 0.079 -0.222 0.409
Si 11.039 49.04 -0.468 -0.107 0.146 0.198
Si 14.173 51.503 -0.441 -0.034 -0.007 -0.149
Si 10.88 55.025 0.166 -0.05 -0.042 -0.184
Si 13.503 57.478 0.294 0.165 0.229 -0.12
Si 11.32 59.677 0.155 -0.02 -0.095 -0.162
Si 13.592 62.64 0.151 -0.144 0.141 0.177
Si 1.395 1.291 1.808 -0.024 -0.087 -0.187
Si 4.318 4.09 1.717 0.005 0.183 -0.114
Si 1.505 6.685 1.71 0.184 0.052 -0.137
Si 4.013 9.54 1.312 0.005 -0.192 -0.182
Si 1.294 12.22 1.456 0.07 0.141 -0.32
Si 4.061 15 1.707 -0.057 -0.049 -0.148
Si 1.273 17.952 1.644 0.092 -0.054 -0.376
Si 4.034 20.457 1.844 0.057 0.061 -0.389
Si 1.492 23.154 1.429 0.1 -0.152 -0.055
Si 4.219 25.82 1.29 -0.083 0.245 -0.244
Si 1.369 28.472 1.325 -0.097 -0.067 -0.165
Si 4.121 31.256 1.417 0.119 0.04 -0.229
Si 1.352 34.096 1.221 -0.184 -0.014 -0.132
Si 4.075 37.034 1.218 0.092 0.105 -0.273
Si 1.319 39.503 1.186 0.077 -0.112 -0.305
Si 4.002 42.301 1.418 0.146 0.136 -0.098
Si 1.351 45.137 1.327 0.202 0.126 -0.181
Si 4.15 47.738 1.242 -0.027 -0.047 -0.128
Si 1.412 50.547 1.433 0.014 0.252 -0.152
Si 4.176 53.209 1.423 -0.083 0.092 -0.184
Si 1.445 56.084 1.121 0.035 0.028 -0.165
Si 4.084 59.061 1.343 0.131 0.089 -0.235
Si 1.412 61.544 1.381 0.055 0.177 -0.43
Si 3.984 64.27 1.528 -0.129 0.066 -0.269
Si 6.746 1.331 1.275 0.017 -0.01 -0.288
Si 9.486 4.103 1.362 0.06 -0.092 -0.356
Si 6.927 6.974 1.302 0.055 0.019 -0.236
Si 9.609 9.785 1.421 0.019 0.19 -0.2
Si 6.738 12.373 1.328 -0.023 -0.036 -0.31
Si 9.605 15.189 1.691 0.16 0.169 -0.218
Si 6.763 17.693 1.29 -0.073 0.114 -0.399
Si 9.502 20.523 1.469 0.005 0.071 -0.233
Si 6.856 23.114 1.324 -0.174 0.002 -0.458
Si 9.393 25.882 1.189 0.075 -0.11 -0.229
Si 6.772 28.626 1.371 0.001 0.167 -0.334
Si 9.451 31.413 1.585 -0.097 -0.031 -0.303
Si 6.898 34.065 1.422 -0.05 -0.076 -0.255
Si 9.484 36.748 1.17 -0.064 0.082 -0.362
Si 6.85 39.541 1.569 -0.096 0.288 -0.288
Si 9.479 42.263 1.456 0.141 -0.082 -0.343
Si 6.819 44.982 1.2 -0.147 0.076 -0.194
Si 9.595 47.854 1.116 0.122 -0.1 -0.168
Si 6.941 50.583 1.179 -0.03 0.062 -0.222
Si 9.576 53.408 1.324 -0.017 0.126 -0.265
Si 6.855 56.019 1.272 0.063 -0.1 -0.283
Si 9.697 58.643 1.52 0.092 0.03 -0.236
Si 7.09 61.518 1.338 -0.101 0.176 -0.238
Si 9.5 64.363 1.214 0.154 -0.123 -0.308
Si 12.287 1.349 1.27 -0.098 -0.145 -0.379
Si 15.108 3.915 1.293 -0.009 0.022 -0.44
Si 12.297 6.876 1.381 -0.033 -0.11 -0.24
Si 15.037 9.454 1.349 -0.103 -0.021 -0.062
Si 12.288 12.411 1.76 0.023 -0.018 -0.236
Si 15.034 15.184 1.605 0.055 0.034 -0.236
Si 12.27 17.947 1.502 0.047 -0.069 -0.313
Si 14.952 20.613 1.603 0.109 -0.212 -0.217
Si 12.254 23.304 1.287 -0.038 0.202 -0.242
Si 14.835 26.122 1.584 0.228 -0.29 -0.035
Si 12.107 28.79 1.256 0.027 0.014 -0.182
Si 14.782 31.43 1.327 -0.093 0.011 -0.179
Si 12.228 34.159 1.406 0.167 0.054 -0.264
Si 14.964 36.743 1.284 0.066 -0.057 -0.108
Si 12.154 39.522 1.348 -0.042 0.12 -0.243
Si 14.854 42.26 1.303 -0.02 -0.134 -0.346
Si 12.23 45.066 1.307 -0.01 -0.137 -0.303
Si 14.809 47.656 1.205 -0.283 0.021 -0.276
Si 12.33 50.551 0.93 0.093 -0.009 -0.148
Si 15.119 53.267 1.004 -0.061 0.017 -0.06
Si 12.282 56.111 1.682 -0.146 -0.048 -0.065
Si 15.171 58.834 1.28 -0.084 0.044 -0.416
Si 12.216 61.414 1.53 0.085 -0.151 -0.234
Si 15.027 64.13 1.412 0.051 -0.041 -0.178
Si -0.067 2.681 2.92 -0.134 0.057 0.098
Si 2.762 -0.078 3.061 -0.026 -0.225 0.128
Si 0.035 8.169 2.814 -0.065 0.011 -0.012
Si 2.884 5.406 3.047 0.053 0.045 0.237
Si 0.032 13.713 2.858 -0.049 0.006 -0.008
Si 2.678 10.855 2.799 0.068 0.066 0.007
Si -0.078 19.277 2.99 0.028 0.015 0.17
Si 2.645 16.433 2.933 -0.076 0.164 0.029
Si -0.04 24.602 2.747 -0.005 -0.091 -0.257
Si 2.693 21.903 3.028 -0.103 0.167 0.039
Si -0.085 29.992 2.582 -0.031 0.007 -0.164
Si 2.748 27.173 2.721 0.153 -0.103 0.015
Si -0.034 35.44 2.679 0.064 -0.106 0.088
Si 2.689 32.715 2.622 -0.017 0.014 0.035
Si -0.107 40.869 2.581 0.122 0.117 0.181
Si 2.701 38.269 2.672 -0.084 0.022 0.075
Si -0.103 46.457 2.622 0.094 -0.039 -0.019
Si 2.674 43.732 2.736 -0.15 -0.085 0.178
Si 0 51.983 2.631 -0.024 0.148 0.083
Si 2.794 49.128 2.657 0.102 -0.118 -0.038
Si 0.07 57.381 2.632 0.083 0.006 -0.091
Si 2.798 54.731 2.609 -0.092 0.03 0.037
Si 0.005 62.835 2.803 0.112 0.028 0.058
Si 2.764 60.256 2.814 -0.077 -0.031 0.145
Si 5.651 2.663 2.903 0.076 0.047 0.143
Si 8.144 -0.009 2.688 0.012 0.086 -0.001
Si 5.509 8.269 2.732 -0.142 -0.05 -0.075
Si 8.213 5.547 2.726 0.059 -0.014 -0.02
Si 5.507 13.663 2.917 0.096 -0.013 0.052
Si 8.152 11.049 2.777 -0.049 0.027 0.069
Si 5.528 19.05 2.893 0.076 -0.226 0.053
Si 8.124 16.496 2.89 -0.127 0.076 0.047
Si 5.554 24.548 2.736 0.033 -0.052 0.08
Si 8.162 21.865 2.827 0.034 -0.044 0.117
Si 5.463 29.961 2.825 -0.057 0.01 0.126
Si 8.151 27.264 2.682 0.078 -0.039 0.019
Si 5.441 35.56 2.593 0.076 0.019 -0.124
Si 8.157 32.794 2.909 -0.038 0.082 0.244
Si 5.445 40.978 2.763 -0.118 0.133 0.034
Si 8.195 38.079 2.752 0.134 -0.135 -0.074
Si 5.495 46.387 2.64 0.018 -0.04 0.097
Si 8.13 43.699 2.688 0.004 0.077 0.067
Si 5.535 51.816 2.689 0.031 -0.094 0.015
Si 8.291 49.227 2.566 -0.003 -0.039 0.104
Si 5.49 57.503 2.583 0.049 0.053 -0.083
Si 8.195 54.691 2.745 -0.048 0.081 0.042
Si 5.57 62.885 2.699 -0.01 0.023 -0.082
Si 8.31 60.108 2.757 -0.024 -0.019 -0.008
Si 10.928 2.719 2.701 0.03 0.091 0.149
Si 13.634 -0.068 2.696 -0.137 0.115 -0.131
Si 10.966 8.303 2.744 0.024 0.029 -0.078
Si 13.749 5.44 2.662 -0.07 -0.12 0.103
Si 10.963 13.821 3.034 0.051 0.073 0.219
Si 13.682 10.848 2.845 -0.007 -0.133 0.075
Si 10.913 19.26 2.874 0.021 0.027 0.116
Si 13.609 16.515 2.915 -0.059 0.062 -0.046
Si 10.839 24.637 2.69 -0.017 -0.083 -0.111
Si 13.572 22.013 2.82 -0.106 0.09 -0.006
Si 10.833 30.012 2.803 0.011 -0.042 0.209
Si 13.496 27.53 2.807 -0.076 0.104 -0.002
Si 10.891 35.566 2.7 -0.093 0.067 0.018
Si 13.556 32.773 2.792 0.004 -0.001 0.216
Si 10.865 40.898 2.775 -0.064 -0.068 0.162
Si 13.623 38.182 2.632 0.056 0.034 0.011
Si 10.876 46.471 2.602 -0.105 0.106 0.052
Si 13.622 43.717 2.679 0.027 0.059 0.084
Si 11.002 51.924 2.486 0.065 -0.169 -0.083
Si 13.56 49.174 2.534 -0.153 -0.042 -0.028
Si 10.951 57.402 3.02 -0.005 0.054 0.226
Si 13.761 54.59 2.614 0.248 -0.248 -0.088
Si 10.833 62.909 2.692 -0.154 0.105 -0.094
Si 13.744 60.121 2.773 0.149 -0.08 0.018
Si 1.379 4.037 4.267 -0.014 0.125 -0.078
Si 4.196 1.349 4.262 0.005 -0.048 -0.031
Si 1.363 9.528 4.221 0.028 0.035 -0.008
Si 4.228 6.894 4.249 -0.045 -0.106 -0.068
Si 1.342 15.044 4.301 0.021 -0.003 -0.036
Si 4.075 12.262 4.182 0.009 0.008 -0.065
Si 1.314 20.573 4.365 -0.12 0.069 -0.054
Si 4.09 17.764 4.274 0.039 -0.02 -0.148
Si 1.346 25.915 4.146 0.081 0.032 -0.053
Si 4.156 23.287 4.22 -0.028 -0.045 -0.084
Si 1.292 31.369 3.987 0.075 0.025 0.071
Si 4.055 28.597 4.132 0.04 0.063 -0.057
Si 1.331 36.869 4.027 -0.081 0.003 -0.043
Si 4.062 34.145 3.966 -0.065 0.017 0.013
Si 1.262 42.296 4.012 0.037 0.063 -0.199
Si 4.047 39.621 4.084 -0.002 -0.036 -0.004
Si 1.327 47.812 3.972 -0.029 0.034 0.065
Si 4.099 45.081 4.075 0.016 -0.012 -0.181
Si 1.401 53.353 4 -0.09 0.017 -0.104
Si 4.135 50.493 4.039 0.055 -0.019 0.102
Si 1.4 58.768 4.071 -0.02 -0.017 -0.023
Si 4.154 56.1 3.993 -0.099 -0.026 0.025
Si 1.331 64.16 4.278 0.103 0.08 -0.084
Si 4.179 61.574 4.145 0.022 -0.074 -0.068
Si 6.948 4.141 4.186 -0.031 -0.083 0.045
Si 9.559 1.34 4.095 0.059 0.053 -0.219
Si 6.844 9.62 4.161 0.039 0.039 -0.029
Si 9.611 6.88 4.093 -0.024 -0.002 0.07
Si 6.842 15.069 4.276 0.013 -0.058 -0.038
Si 9.537 12.367 4.23 -0.016 -0.033 -0.087
Si 6.839 20.499 4.236 -0.019 0.009 -0.047
Si 9.544 17.864 4.233 -0.038 0.009 -0.103
Si 6.839 25.951 4.141 -0.03 -0.071 -0.036
Si 9.548 23.264 4.16 0.023 0.049 -0.115
Si 6.781 31.386 4.196 0.029 -0.015 -0.072
Si 9.48 28.628 4.13 0.043 0.068 -0.059
Si 6.768 36.814 4.105 0.028 0.049 0.006
Si 9.573 34.196 4.151 -0.086 -0.03 -0.065
Si 6.79 42.368 4.098 0 -0.044 0.005
Si 9.515 39.521 4.124 0.127 0.032 -0.104
Si 6.88 47.835 3.961 -0.069 -0.021 -0.147
Si 9.522 45.099 4.002 -0.017 0.046 0.009
Si 6.843 53.257 4.054 0.103 0.023 0.009
Si 9.646 50.587 3.953 0.024 -0.101 -0.043
Si 6.86 58.768 4.062 0.005 0.006 -0.001
Si 9.536 55.991 4.209 -0.056 0.043 -0.014
Si 6.856 64.256 4.134 0.013 -0.071 -0.069
Si 9.59 61.516 4.137 0.003 0.034 0.025
Si 12.333 4.097 4.088 0.016 -0.046 -0.264
Si 14.96 1.268 4.18 0.122 0.053 0.014
Si 12.307 9.548 4.227 0.098 0.041 0.011
Si 15.061 6.784 4.149 -0.065 -0.017 -0.128
Si 12.332 15.155 4.35 -0.099 0.057 0.03
Si 15.045 12.305 4.186 0.018 -0.004 -0.129
Si 12.278 20.619 4.231 -0.033 -0.06 -0.009
Si 14.999 17.839 4.295 0.032 0.019 -0.047
Si 12.196 26.03 4.11 -0.09 0.012 -0.098
Si 15.005 23.301 4.179 0.03 0.012 -0.037
Si 12.212 31.399 4.162 0.072 0.03 -0.111
Si 15.006 28.759 4.115 -0.08 -0.024 0.06
Si 12.275 36.89 4.076 -0.051 -0.06 -0.013
Si 15.004 34.117 4.105 0.045 -0.027 -0.08
Si 12.256 42.342 4.061 -0.081 0.005 -0.06
Si 14.974 39.555 4.023 0.079 0.043 -0.031
Si 12.241 47.834 3.992 0.055 0.076 -0.062
Si 15.018 45.067 4.033 -0.01 -0.062 0.027
Si 12.351 53.237 3.958 0.049 0.045 0.021
Si 14.995 50.55 3.937 0.051 0.023 -0.126
Si 12.402 58.788 4.213 -0.053 -0.002 -0.025
Si 15.105 55.994 4.009 -0.014 0.038 -0.032
Si 12.255 64.223 4.077 0.039 0.025 0.06
Si 15.062 61.482 4.178 -0.046 -0.021 -0.015
Si -0.037 -0.052 5.566 -0.06 -0.07 0.002
Si 2.774 2.685 5.593 -0.037 -0.052 0.077
Si 0.006 5.441 5.567 0.056 0.048 0.013
Si 2.771 8.195 5.583 0.001 0.011 -0.016
Si 0.01 10.939 5.567 0.012 -0.007 -0.039
Si 2.75 13.653 5.59 0.005 0.041 -0.022
Si -0.022 16.445 5.631 -0.042 -0.039 -0.059
Si 2.739 19.175 5.624 0.006 -0.029 0.021
Si -0.066 21.968 5.63 0.014 -0.044 0.03
Si 2.74 24.625 5.558 -0.019 0.03 0.002
Si -0.027 27.351 5.467 0.007 -0.008 -0.051
Si 2.674 30.039 5.426 -0.013 -0.063 -0.091
Si -0.012 32.75 5.435 -0.084 -0.001 -0.074
Si 2.715 35.507 5.391 -0.024 -0.002 -0.079
Si -0.038 38.233 5.41 -0.012 -0.03 -0.057
Si 2.669 40.995 5.417 -0.006 0.003 -0.036
Si -0.038 43.7 5.406 -0.018 -0.046 -0.034
Si 2.7 46.47 5.381 0.01 -0.073 -0.025
Si -0.023 49.205 5.333 0.047 0.023 -0.025
Si 2.751 51.922 5.351 0.001 0.021 -0.044
Si 0.047 54.668 5.42 0.072 -0.001 -0.021
Si 2.782 57.408 5.433 0.025 0.033 -0.062
Si 0.038 60.095 5.503 -0.026 -0.012 -0.071
Si 2.781 62.845 5.571 -0.024 0.022 0.018
Si 5.531 -0.044 5.579 0.025 0.026 0.029
Si 8.271 2.724 5.527 0.088 0.085 -0.004
Si 5.553 5.465 5.576 0.019 0.047 0
Si 8.238 8.219 5.511 -0.045 0.01 -0.133
Si 5.465 10.942 5.569 -0.003 -0.042 -0.053
Si 8.212 13.713 5.631 -0.002 0.058 0.01
Si 5.462 16.416 5.635 -0.069 -0.055 0.023
Si 8.213 19.199 5.633 0.053 0.039 0.009
Si 5.477 21.892 5.585 0.01 -0.017 0
Si 8.197 24.624 5.547 0.014 0.002 -0.093
Si 5.458 27.307 5.523 -0.037 -0.007 -0.085
Si 8.17 30.034 5.522 -0.035 0 0.007
Si 5.391 32.809 5.448 0.016 -0.025 -0.033
Si 8.159 35.514 5.5 0.022 -0.027 -0.023
Si 5.428 38.248 5.437 -0.022 -0.003 -0.037
Si 8.165 40.97 5.429 -0.057 -0.039 0.022
Si 5.444 43.732 5.458 -0.035 0.028 0.006
Si 8.195 46.478 5.386 0.023 -0.006 -0.033
Si 5.512 49.157 5.394 -0.021 -0.002 -0.028
Si 8.258 51.908 5.382 -0.02 0.052 -0.053
Si 5.474 54.67 5.39 0.032 0.02 -0.094
Si 8.181 57.408 5.497 0.011 -0.047 -0.001
Si 5.513 60.135 5.471 -0.026 0.021 -0.043
Si 8.218 62.872 5.502 -0.075 -0.044 -0.026
Si 10.928 -0.029 5.481 -0.074 -0.016 -0.069
Si 13.642 2.701 5.512 -0.086 0.004 -0.026
Si 10.965 5.473 5.472 0.063 0.007 -0.065
Si 13.692 8.154 5.542 -0.015 -0.022 -0.024
Si 10.935 10.959 5.553 0.009 -0.01 -0.011
Si 13.705 13.692 5.595 -0.002 -0.036 -0.018
Si 10.911 16.507 5.634 0.032 -0.027 0.007
Si 13.64 19.237 5.615 -0.002 0.002 -0.03
Si 10.912 21.956 5.588 0.008 -0.011 -0.027
Si 13.624 24.692 5.494 0.036 0.039 0.003
Si 10.871 27.347 5.534 -0.007 -0.049 0.01
Si 13.647 30.092 5.51 0.038 0.078 -0.007
Si 10.899 32.805 5.517 0.004 0.001 0.04
Si 13.642 35.517 5.447 0.016 0.006 -0.038
Si 10.926 38.23 5.486 -0.015 0.024 -0.025
Si 13.646 40.97 5.406 0.029 0.021 -0.063
Si 10.894 43.738 5.397 0.012 -0.023 -0.05
Si 13.644 46.472 5.36 -0.01 0.023 -0.072
Si 10.934 49.211 5.39 -0.02 -0.035 -0.069
Si 13.681 51.898 5.378 -0.052 -0.037 -0.043
Si 10.994 54.593 5.415 -0.04 -0.018 -0.005
Si 13.756 57.341 5.465 -0.03 -0.025 0
Si 10.977 60.158 5.509 0.099 0.085 0.014
Si 13.651 62.873 5.49 0.028 -0.03 -0.122
Si 1.373 1.305 6.916 0.066 0.009 -0.007
Si 4.155 4.082 6.921 -0.069 0.062 -0.015
Si 1.391 6.809 6.925 0.002 -0.042 -0.015
Si 4.125 9.568 6.948 -0.017 0.02 0.027
Si 1.381 12.296 6.949 0.004 0.009 -0.019
Si 4.104 15.032 6.973 0.058 0.005 -0.021
Si 1.367 17.81 6.978 0.029 -0.017 -0.025
Si 4.106 20.554 6.968 -0.025 0.011 -0.023
Si 1.359 23.304 6.949 0 0.006 -0.003
Si 4.091 25.994 6.921 -0.004 0.007 0.028
Si 1.337 28.708 6.849 0 0.042 -0.006
Si 4.036 31.424 6.808 -0.034 0.069 -0.02
Si 1.351 34.148 6.781 0.032 -0.009 -0.005
Si 4.059 36.881 6.789 0.025 0.001 -0.005
Si 1.319 39.618 6.78 0.007 0.028 0.008
Si 4.052 42.363 6.786 0.005 -0.004 -0.005
Si 1.346 45.088 6.749 0.033 -0.027 0.001
Si 4.098 47.82 6.749 0.004 0.013 0.011
Si 1.364 50.561 6.719 -0.039 0.011 -0.01
Si 4.11 53.285 6.75 -0.026 0.022 -0.013
Si 1.413 56.028 6.797 -0.037 -0.013 0.004
Si 4.134 58.765 6.829 -0.005 -0.019 -0.023
Si 1.396 61.459 6.888 0.08 -0.054 0.022
Si 4.141 64.221 6.926 -0.052 0.014 -0.008
Si 6.903 1.35 6.903 -0.059 -0.016 0
Si 9.633 4.093 6.881 -0.005 -0.057 0.005
Si 6.909 6.842 6.92 0.019 -0.076 0.028
Si 9.589 9.57 6.912 0.008 0.024 -0.003
Si 6.835 12.314 6.944 -0.007 0.028 -0.005
Si 9.583 15.089 6.979 0.002 -0.019 -0.021
Si 6.845 17.81 6.972 -0.009 0.004 -0.026
Si 9.58 20.58 6.975 -0.022 -0.017 -0.004
Si 6.84 23.274 6.934 0.008 -0.027 0.007
Si 9.54 25.994 6.923 0.014 0.007 0.026
Si 6.799 28.696 6.892 0.028 0.022 0.01
Si 9.533 31.43 6.871 0.01 0.015 -0.008
Si 6.779 34.148 6.837 0.054 -0.012 -0.004
Si 9.539 36.888 6.845 0.004 0.01 0.012
Si 6.794 39.623 6.806 0.011 0.048 -0.037
Si 9.541 42.361 6.775 0.016 0.002 -0.02
Si 6.829 45.119 6.775 -0.025 0.004 0.012
Si 9.565 47.843 6.754 -0.021 0.02 0.023
Si 6.87 50.547 6.75 0.018 -0.038 0.019
Si 9.603 53.263 6.788 0.06 -0.037 0.009
Si 6.825 56.01 6.818 0.012 0.036 0.021
Si 9.59 58.766 6.841 -0.027 -0.013 -0.027
Si 6.864 61.491 6.867 0.001 0.015 -0.035
Si 9.585 64.231 6.872 0.046 0.006 0
Si 12.286 1.329 6.878 0.036 0.054 0.007
Si 15.03 4.051 6.896 0.036 -0.012 -0.013
Si 12.32 6.797 6.896 0.012 -0.006 -0.001
Si 15.053 9.543 6.91 -0.006 0.031 -0.038
Si 12.318 12.314 6.93 -0.019 0.046 -0.031
Si 15.048 15.057 6.982 0.036 0.006 0.008
Si 12.296 17.86 6.985 -0.052 0.064 -0.003
Si 15.012 20.582 6.988 -0.005 0.01 -0.013
Si 12.301 23.326 6.919 -0.04 -0.008 -0.021
Si 15.014 26.027 6.878 -0.022 -0.012 -0.047
Si 12.277 28.721 6.866 0.011 -0.011 -0.005
Si 15.029 31.446 6.856 -0.025 0.013 0.026
Si 12.29 34.174 6.85 0.005 -0.043 -0.011
Si 15.012 36.889 6.803 -0.001 0.011 0.013
Si 12.293 39.628 6.809 -0.035 0.012 0.002
Si 15.006 42.347 6.777 0.009 0.027 0.013
Si 12.283 45.111 6.747 -0.024 -0.011 -0.003
Si 15.028 47.837 6.724 0.005 -0.014 0.004
Si 12.312 50.554 6.765 0.035 -0.002 0.013
Si 15.06 53.277 6.75 0 0.021 -0.018
Si 12.34 55.983 6.799 0.036 0.012 -0.018
Si 15.08 58.724 6.858 0.041 -0.012 0.019
Si 12.323 61.508 6.89 -0.047 -0.015 0.009
Si 15.012 64.203 6.906 0.02 0.073 0.021
Si 0 2.682 8.264 0.022 0.023 0.004
Si 2.752 -0.055 8.28 -0.009 -0.004 0.012
Si 0.018 8.181 8.281 0.026 0.016 0.014
Si 2.764 5.434 8.28 -0.001 -0.005 0
Si 0.03 13.683 8.314 -0.001 0.004 0.008
Si 2.756 10.935 8.311 0.013 0.016 0.001
Si 0.004 19.207 8.319 0.001 -0.01 0.004
Si 2.748 16.432 8.319 -0.025 -0.019 0.003
Si -0.014 24.689 8.282 0.032 -0.002 0.016
Si 2.732 21.937 8.309 -0.02 -0.035 0.019
Si -0.011 30.087 8.223 -0.022 -0.018 0.01
Si 2.717 27.382 8.256 0.029 -0.008 0.003
Si -0.011 35.528 8.156 -0.041 0.007 -0.015
Si 2.702 32.805 8.185 -0.007 -0.022 0.003
Si -0.023 41.003 8.154 0 -0.007 0.004
Si 2.702 38.268 8.147 -0.02 -0.013 -0.003
Si -0.011 46.475 8.105 -0.005 -0.005 0.001
Si 2.708 43.746 8.146 0.001 -0.003 0.009
Si 0.016 51.913 8.124 0.017 -0.001 -0.002
Si 2.734 49.202 8.106 0.02 0 0.006
Si 0.053 57.367 8.206 0.007 0.038 0.001
Si 2.765 54.642 8.154 -0.006 -0.006 -0.002
Si 0.007 62.831 8.245 -0.02 0.007 -0.018
Si 2.776 60.103 8.237 -0.041 0.002 0.01
Si 5.519 2.698 8.275 0.002 -0.023 -0.003
Si 8.243 -0.035 8.268 0.005 0.036 0.006
Si 5.514 8.191 8.285 -0.028 -0.013 -0.029
Si 8.265 5.444 8.268 -0.004 0.039 -0.01
Si 5.492 13.685 8.327 -0.041 -0.007 0.012
Si 8.227 10.942 8.283 -0.011 -0.01 -0.021
Si 5.485 19.193 8.323 0 -0.01 0.006
Si 8.224 16.458 8.338 0.001 -0.026 0.008
Si 5.468 24.648 8.292 -0.036 -0.028 -0.012
Si 8.211 21.943 8.323 0.016 -0.001 -0.004
Si 5.421 30.094 8.215 0.027 -0.014 -0.011
Si 8.179 27.369 8.276 -0.006 -0.016 -0.002
Si 5.429 35.542 8.181 -0.006 0.003 -0.003
Si 8.16 32.806 8.217 -0.045 -0.031 0.013
Si 5.432 41.011 8.151 -0.014 -0.04 0.012
Si 8.175 38.281 8.18 0.027 0.016 0.007
Si 5.454 46.47 8.144 -0.013 -0.024 0.008
Si 8.188 43.746 8.139 -0.006 -0.014 0.006
Si 5.492 51.92 8.117 0.019 0.032 -0.01
Si 8.209 49.19 8.145 -0.013 -0.007 0.001
Si 5.486 57.385 8.198 -0.018 -0.035 0.009
Si 8.226 54.64 8.155 -0.005 0.032 -0.012
Si 5.508 62.843 8.263 -0.027 -0.021 0.01
Si 8.231 60.121 8.225 0.018 0.015 0.013
Si 10.957 2.704 8.267 0.009 0.018 0.001
Si 13.655 -0.039 8.257 0.001 -0.035 -0.001
Si 10.965 8.18 8.261 0.004 -0.01 -0.001
Si 13.676 5.423 8.27 -0.025 -0.011 0.003
Si 10.972 13.704 8.3 -0.003 0.009 0.016
Si 13.693 10.926 8.275 0.007 -0.014 0.011
Si 10.95 19.229 8.35 0.027 -0.02 0.009
Si 13.685 16.465 8.313 -0.022 -0.044 0.001
Si 10.935 24.671 8.295 0.006 0.007 0.001
Si 13.659 21.972 8.322 0.019 -0.039 0.016
Si 10.926 30.094 8.238 0.02 0.031 -0.002
Si 13.659 27.39 8.25 -0.01 0.002 0.011
Si 10.919 35.541 8.211 -0.037 -0.023 0.007
Si 13.67 32.824 8.213 0.023 0.031 0.006
Si 10.923 41.015 8.151 0.014 0.014 -0.006
Si 13.663 38.271 8.178 0.008 0.013 -0.004
Si 10.93 46.479 8.125 0.009 -0.003 -0.011
Si 13.653 43.747 8.122 -0.02 -0.027 -0.002
Si 10.958 51.903 8.16 -0.032 0.005 0.006
Si 13.68 49.19 8.125 -0.002 0.005 -0.001
Si 10.966 57.366 8.173 -0.006 0 -0.002
Si 13.708 54.624 8.163 -0.019 -0.009 0.004
Si 10.946 62.865 8.249 0.025 0.006 0.013
Si 13.697 60.104 8.216 -0.015 -0.01 -0.013
Si 1.385 4.046 9.625 0.002 0.004 0.007
Si 4.139 1.314 9.629 -0.038 0.023 0.006
Si 1.385 9.552 9.651 0.006 0.01 -0.002
Si 4.142 6.805 9.633 -0.009 0.001 0.006
Si 1.391 15.062 9.678 0.02 0.01 0.004
Si 4.124 12.311 9.674 0.013 0.009 0.001
Si 1.375 20.574 9.678 0.018 -0.006 0.001
Si 4.12 17.816 9.671 0.01 -0.004 -0.009
Si 1.362 26.04 9.655 -0.024 0.02 -0.003
Si 4.104 23.301 9.67 0.007 0.007 -0.001
Si 1.351 31.461 9.584 -0.001 0.02 -0.005
Si 4.079 28.75 9.626 -0.025 0.022 -0.003
Si 1.344 36.909 9.522 0.018 0.007 -0.01
Si 4.069 34.177 9.548 0.022 0.009 -0.005
Si 1.347 42.383 9.515 0.005 0.001 0.007
Si 4.066 39.648 9.513 0.029 0.017 -0.002
Si 1.368 47.833 9.483 -0.001 -0.004 -0.002
Si 4.085 45.107 9.512 0.001 -0.016 0.021
Si 1.39 53.268 9.508 -0.021 0.014 -0.004
Si 4.114 50.556 9.489 -0.016 0.008 0.003
Si 1.407 58.732 9.588 0.013 -0.022 0.008
Si 4.125 56.002 9.544 -0.004 0.02 0.002
Si 1.376 64.194 9.628 0.027 -0.001 0.018
Si 4.134 61.472 9.613 -0.005 0.001 0.006
Si 6.894 4.066 9.633 -0.021 0.009 -0.008
Si 9.6 1.33 9.641 -0.007 -0.006 -0.001
Si 6.876 9.563 9.648 0.004 0.016 0.001
Si 9.623 6.803 9.644 -0.013 -0.021 -0.002
Si 6.865 15.069 9.679 0.014 0.023 0.006
Si 9.602 12.319 9.64 0.008 0.012 -0.006
Si 6.851 20.572 9.679 0 -0.006 -0.002
Si 9.597 17.836 9.694 -0.004 0.018 -0.007
Si 6.825 26.021 9.658 0.013 0.013 -0.001
Si 9.584 23.312 9.674 0.004 -0.016 -0.01
Si 6.793 31.455 9.59 0.022 0.019 0.002
Si 9.562 28.742 9.616 -0.019 -0.002 -0.002
Si 6.8 36.92 9.537 0.02 0 -0.004
Si 9.54 34.183 9.571 0.031 0.01 -0.002
Si 6.808 42.39 9.506 0.002 0.016 0.008
Si 9.552 39.661 9.526 -0.016 0.007 0.005
Si 6.829 47.833 9.51 -0.007 0.021 0.011
Si 9.56 45.119 9.498 0.015 -0.011 0.001
Si 6.854 53.274 9.517 0.022 -0.002 -0.004
Si 9.578 50.546 9.519 0.025 -0.01 0.011
Si 6.858 58.747 9.577 0.017 -0.005 0.001
Si 9.586 56.008 9.543 0.018 0.004 0.004
Si 6.871 64.218 9.626 -0.014 -0.005 -0.005
Si 9.582 61.487 9.605 -0.005 -0.011 -0.002
Si 12.326 4.051 9.648 0.028 -0.011 0.002
Si 15.043 1.306 9.63 0.009 0.012 0
Si 12.332 9.546 9.632 -0.009 0.011 -0.008
Si 15.05 6.796 9.629 0.01 -0.007 -0.01
Si 12.332 15.083 9.665 0.005 0.009 0.004
Si 15.063 12.3 9.647 0.013 0.016 -0.018
Si 12.323 20.597 9.705 -0.027 0.017 0.006
Si 15.058 17.832 9.681 0.018 0.012 -0.012
Si 12.31 26.041 9.644 0.009 -0.011 -0.014
Si 15.049 23.326 9.674 -0.002 -0.004 -0.009
Si 12.305 31.468 9.586 -0.009 0.001 -0.004
Si 15.036 28.749 9.613 -0.004 0.017 -0.007
Si 12.291 36.923 9.56 -0.013 0.01 -0.001
Si 15.04 34.194 9.563 -0.016 -0.014 0.008
Si 12.291 42.395 9.504 -0.007 0.007 0.004
Si 15.027 39.65 9.534 -0.008 -0.004 0.012
Si 12.309 47.832 9.498 0.002 -0.005 0.005
Si 15.032 45.115 9.485 0.003 0.001 -0.001
Si 12.327 53.267 9.53 0.003 0.01 0.007
Si 15.053 50.549 9.499 -0.005 0 0
Si 12.317 58.734 9.569 0.015 0.014 0.003
Si 15.072 55.992 9.543 0.009 -0.002 -0.005
Si 12.304 64.219 9.629 0.008 0.031 0
Si 15.049 61.463 9.609 0.037 -0.031 0.006
Si -0.003 -0.076 10.999 0.002 0.012 -0.004
Si 2.753 2.666 10.988 0.025 -0.002 -0.007
Si 0.007 5.412 10.984 0.014 0.011 -0.007
Si 2.77 8.177 10.99 0.002 -0.01 -0.013
Si 0.02 10.927 11.013 0.017 0.008 0.007
Si 2.767 13.696 11.034 0.003 0.015 0.006
Si 0.041 16.464 11.024 -0.008 -0.036 0.008
Si 2.768 19.212 11.022 -0.028 -0.02 0.004
Si 0.018 21.955 11.042 0.017 -0.012 0.012
Si 2.735 24.675 11.029 0.03 -0.011 0.001
Si 0.001 27.42 11.013 -0.013 -0.01 0.009
Si 2.717 30.128 10.987 -0.003 0.014 0.009
Si -0.006 32.839 10.943 -0.005 0 0.009
Si 2.708 35.555 10.899 -0.002 0.007 -0.006
Si 0.001 38.294 10.894 -0.019 -0.012 -0.002
Si 2.726 41.032 10.887 -0.013 -0.026 0.002
Si -0.009 43.768 10.873 -0.006 -0.009 -0.005
Si 2.727 46.48 10.88 0.011 -0.007 -0.002
Si 0.012 49.189 10.873 0.008 -0.003 -0.01
Si 2.758 51.908 10.884 0.001 0.019 -0.001
Si 0.04 54.626 10.899 -0.008 -0.014 -0.014
Si 2.786 57.366 10.935 -0.032 -0.027 0.003
Si 0.031 60.095 10.953 -0.009 0.021 -0.005
Si 2.765 62.834 10.987 -0.018 -0.023 0.001
Si 5.507 -0.052 11.006 -0.01 -0.014 0.012
Si 8.246 2.695 11.019 -0.028 -0.006 0.004
Si 5.509 5.423 10.988 0.004 0.01 -0.012
Si 8.252 8.18 10.991 0 -0.008 -0.014
Si 5.517 10.944 11.009 -0.034 -0.014 -0.01
Si 8.261 13.703 11.019 -0.02 -0.023 0.002
Si 5.505 16.459 11.028 -0.018 -0.005 -0.004
Si 8.233 19.218 11.039 0.006 -0.017 -0.002
Si 5.489 21.952 11.033 -0.02 -0.021 0.008
Si 8.218 24.685 11.024 -0.004 -0.007 -0.002
Si 5.457 27.4 11.009 0.022 -0.022 0.002
Si 8.187 30.115 10.961 0.005 -0.016 -0.011
Si 5.432 32.839 10.946 -0.005 0.001 0.008
Si 8.171 35.572 10.916 -0.01 0.009 -0.003
Si 5.436 38.3 10.887 -0.011 0 0.007
Si 8.187 41.043 10.877 0.011 -0.017 0.001
Si 5.453 43.754 10.891 0.008 -0.012 0.007
Si 8.192 46.469 10.882 0.006 -0.003 -0.004
Si 5.468 49.197 10.884 0.002 -0.009 0
Si 8.214 51.907 10.892 -0.02 0.008 -0.002
Si 5.5 54.641 10.906 -0.016 0.024 -0.004
Si 8.229 57.379 10.936 -0.011 -0.006 0.012
Si 5.51 60.111 10.971 -0.027 -0.004 0.002
Si 8.223 62.843 10.993 0.022 0.007 0.001
Si 10.945 -0.054 11.01 0.023 0.019 0.009
Si 13.68 2.664 11.007 0.018 0.017 0
Si 10.973 5.423 11.025 0.015 0 0.008
Si 13.69 8.167 11.004 0.009 0.012 -0.002
Si 10.976 10.937 10.984 -0.007 -0.002 -0.006
Si 13.717 13.703 10.997 -0.008 0.001 0.001
Si 10.991 16.471 11.038 -0.019 -0.038 0.009
Si 13.712 19.222 11.049 0.015 -0.028 0.007
Si 10.959 21.974 11.055 -0.018 -0.015 0.021
Si 13.687 24.704 11.028 -0.03 -0.008 0.002
Si 10.944 27.408 11.001 0.013 0.006 0.007
Si 13.681 30.128 10.97 0.005 -0.013 0.009
Si 10.935 32.841 10.937 -0.002 -0.022 0.001
Si 13.679 35.573 10.925 0.001 0.004 -0.005
Si 10.92 38.309 10.907 0.007 0.002 -0.003
Si 13.665 41.044 10.878 -0.018 0.005 -0.004
Si 10.935 43.77 10.868 -0.018 -0.012 -0.006
Si 13.682 46.478 10.869 -0.011 -0.021 0.001
Si 10.941 49.18 10.881 -0.009 0.029 -0.008
Si 13.691 51.896 10.894 0.006 0.004 -0.004
Si 10.955 54.631 10.902 0.019 -0.004 -0.014
Si 13.698 57.358 10.916 0.011 0.003 -0.012
Si 10.949 60.106 10.953 -0.016 -0.005 0.01
Si 13.669 62.831 10.977 -0.025 0.028 -0.007
Si 1.387 1.285 12.356 0.003 0.021 0.009
Si 4.138 4.032 12.335 -0.027 0.002 0.005
Si 1.388 6.79 12.322 0.021 0.012 -0.008
Si 4.148 9.554 12.341 0.023 0.049 -0.002
Si 1.391 12.311 12.371 -0.014 -0.014 0.005
Si 4.148 15.08 12.38 0.004 0.007 0.005
Si 1.414 17.843 12.384 0.034 0.025 -0.016
Si 4.132 20.582 12.391 0.024 0.013 -0.008
Si 1.389 23.31 12.419 -0.048 -0.022 0
Si 4.102 26.042 12.396 -0.038 0.001 -0.01
Si 1.356 28.792 12.388 0.015 -0.007 -0.002
Si 4.076 31.503 12.353 0.023 -0.006 0.01
Si 1.363 34.208 12.298 -0.013 0.004 -0.022
Si 4.066 36.936 12.247 0.002 -0.026 -0.019
Si 1.366 39.672 12.254 0.027 0.014 0.001
Si 4.089 42.397 12.27 -0.002 -0.002 0.012
Si 1.356 45.126 12.259 -0.003 -0.019 0.005
Si 4.105 47.83 12.26 -0.015 0.021 -0.005
Si 1.389 50.535 12.253 -0.023 0.001 -0.006
Si 4.134 53.266 12.263 0.002 -0.008 -0.014
Si 1.42 55.983 12.27 0.003 0.037 -0.006
Si 4.148 58.73 12.317 0.002 -0.013 0.001
Si 1.393 61.454 12.336 0.004 -0.006 0.004
Si 4.139 64.193 12.367 -0.029 0.024 0.008
Si 6.883 1.312 12.379 0.002 0.027 0.006
Si 9.62 4.045 12.406 -0.006 0.032 -0.001
Si 6.887 6.796 12.337 -0.029 -0.015 -0.009
Si 9.623 9.555 12.344 -0.01 0.004 -0.007
Si 6.896 12.32 12.364 0.015 0.019 0.01
Si 9.633 15.083 12.382 0.041 0.048 0.012
Si 6.87 17.845 12.387 0.004 -0.021 0.006
Si 9.597 20.593 12.401 -0.014 -0.01 -0.006
Si 6.86 23.325 12.391 0.017 0.013 -0.008
Si 9.589 26.05 12.381 -0.024 -0.017 -0.002
Si 6.839 28.77 12.36 0.018 0.025 -0.004
Si 9.571 31.482 12.305 -0.017 0.018 -0.01
Si 6.802 34.22 12.292 0.03 0.017 0.006
Si 9.536 36.953 12.27 0 -0.014 0.003
Si 6.806 39.684 12.234 0.018 0.009 -0.009
Si 9.559 42.422 12.233 0.035 0.026 -0.012
Si 6.821 45.118 12.264 -0.013 -0.017 0.01
Si 9.568 47.825 12.251 -0.003 -0.022 0.006
Si 6.844 50.546 12.265 0.037 0.025 0.007
Si 9.585 53.263 12.269 0.023 0.026 0.003
Si 6.855 56.011 12.296 0.013 -0.019 0
Si 9.572 58.758 12.329 0.043 0.036 0.005
Si 6.856 61.483 12.365 0.001 0.001 0.001
Si 9.581 64.2 12.374 -0.021 -0.008 -0.003
Si 12.315 1.294 12.382 -0.015 -0.016 -0.013
Si 15.052 4.034 12.358 -0.007 -0.005 0.002
Si 12.337 6.794 12.391 -0.004 -0.016 -0.002
Si 15.056 9.546 12.364 -0.011 -0.034 0.001
Si 12.349 12.317 12.331 0.011 0.023 -0.024
Si 15.082 15.081 12.362 0.013 0.004 -0.024
Si 12.362 17.843 12.412 0.01 0.039 -0.008
Si 15.076 20.591 12.426 -0.008 -0.019 0
Si 12.329 23.353 12.41 0.06 0.016 -0.015
Si 15.054 26.066 12.395 0.039 0.027 -0.016
Si 12.321 28.779 12.35 -0.013 0.007 -0.012
Si 15.05 31.492 12.337 -0.007 0.025 -0.016
Si 12.31 34.214 12.293 -0.026 -0.01 -0.005
Si 15.058 36.941 12.28 -0.009 0.038 0.009
Si 12.298 39.694 12.251 -0.006 0.001 0.004
Si 15.033 42.414 12.245 -0.005 -0.01 0.01
Si 12.309 45.125 12.239 0.014 0.005 0.002
Si 15.053 47.83 12.251 0.005 0.019 0.003
Si 12.311 50.53 12.256 -0.027 -0.027 0.009
Si 15.071 53.261 12.254 0.011 0.031 -0.01
Si 12.318 55.997 12.277 -0.019 -0.013 -0.007
Si 15.062 58.721 12.296 -0.003 -0.022 0.007
Si 12.286 61.478 12.346 0.074 -0.023 -0.005
Si 15.029 64.178 12.368 0.011 -0.024 0.009
Si 0.002 2.645 13.712 0.021 0.002 -0.004
Si 2.757 -0.084 13.733 0.031 -0.026 -0.009
Si 0.025 8.149 13.695 0.029 0.006 0.002
Si 2.75 5.402 13.662 -0.006 0.01 -0.021
Si 0.031 13.708 13.72 -0.008 0.048 0.028
Si 2.782 10.928 13.697 0.042 -0.03 0.005
Si 0.074 19.22 13.768 0.004 -0.021 0.013
Si 2.808 16.488 13.73 -0.028 -0.034 0
Si 0.014 24.699 13.763 0.006 0.009 0
Si 2.785 21.945 13.779 0.04 -0.036 0.008
Si 0.002 30.176 13.766 -0.022 0.014 0.035
Si 2.73 27.423 13.746 0.016 0.021 -0.007
Si 0.024 35.586 13.663 0.057 -0.056 -0.005
Si 2.702 32.877 13.719 -0.047 0.046 0.012
Si 0.016 41.066 13.602 -0.043 -0.029 -0.018
Si 2.724 38.303 13.623 -0.008 0.018 -0.013
Si 0.002 46.485 13.653 -0.018 -0.007 0.002
Si 2.727 43.775 13.639 -0.007 0.014 -0.006
Si 0.029 51.9 13.623 0.02 -0.011 -0.007
Si 2.739 49.173 13.646 0.034 -0.02 0.002
Si 0.06 57.35 13.627 -0.009 -0.049 -0.011
Si 2.8 54.64 13.646 -0.052 -0.001 0.029
Si 0.008 62.798 13.71 0.027 0.017 -0.007
Si 2.786 60.094 13.685 -0.014 0.014 -0.014
Si 5.503 2.679 13.728 -0.045 -0.006 0.001
Si 8.243 -0.061 13.762 0.022 -0.032 0.004
Si 5.529 8.18 13.679 0.015 -0.025 0.003
Si 8.245 5.447 13.73 -0.039 0.016 -0.013
Si 5.543 13.712 13.718 -0.026 0.002 -0.003
Si 8.275 10.935 13.702 -0.007 -0.011 -0.001
Si 5.526 19.241 13.749 -0.049 -0.018 0.005
Si 8.266 16.48 13.721 -0.057 -0.006 0.001
Si 5.501 24.693 13.76 0.024 -0.024 0.004
Si 8.239 21.977 13.757 -0.001 -0.01 -0.008
Si 5.471 30.152 13.708 -0.003 -0.013 -0.003
Si 8.233 27.428 13.734 -0.007 -0.015 0.017
Si 5.413 35.593 13.637 -0.023 0.042 -0.003
Si 8.2 32.866 13.635 0.045 -0.048 -0.025
Si 5.468 41.036 13.636 0.034 -0.025 0.024
Si 8.154 38.336 13.617 0.006 0.012 0.032
Si 5.467 46.482 13.654 0.017 -0.018 -0.007
Si 8.201 43.765 13.627 0.008 -0.029 0.015
Si 5.481 51.898 13.647 -0.037 0.051 -0.008
Si 8.207 49.176 13.637 -0.007 0.019 -0.016
Si 5.522 57.389 13.701 -0.063 0.004 0.025
Si 8.217 54.624 13.642 0.016 -0.002 -0.004
Si 5.51 62.846 13.765 0 -0.021 0.015
Si 8.217 60.129 13.743 -0.013 -0.053 0.025
Si 10.974 2.647 13.784 0.078 -0.009 0.025
Si 13.634 -0.113 13.751 0 0.065 0.005
Si 10.975 8.199 13.734 -0.024 -0.004 0.009
Si 13.693 5.39 13.745 0.039 0.024 0.032
Si 11.032 13.704 13.711 0.003 -0.064 -0.008
Si 13.694 10.951 13.705 -0.022 0.051 0.005
Si 10.991 19.243 13.75 -0.004 -0.033 0.016
Si 13.763 16.466 13.75 0.025 -0.074 0.034
Si 10.967 24.725 13.779 -0.029 0.005 0.005
Si 13.705 21.992 13.768 -0.059 0.01 -0.002
Si 10.956 30.155 13.696 -0.007 -0.008 -0.013
Si 13.693 27.452 13.748 -0.018 -0.03 -0.004
Si 10.923 35.594 13.621 0.008 0.011 -0.007
Si 13.689 32.872 13.683 0.004 -0.017 0.007
Si 10.934 41.082 13.603 -0.046 -0.012 0.006
Si 13.696 38.347 13.602 -0.023 -0.019 -0.015
Si 10.944 46.473 13.617 -0.013 0.013 -0.041
Si 13.679 43.784 13.623 -0.026 -0.012 -0.009
Si 10.944 51.882 13.636 0.014 0.023 0.005
Si 13.672 49.166 13.629 0.026 0.026 -0.027
Si 10.949 57.365 13.652 0.06 -0.043 0.006
Si 13.701 54.621 13.619 0.009 -0.032 0.013
Si 10.91 62.821 13.762 -0.018 0.076 -0.004
Si 13.677 60.09 13.654 -0.061 0.05 -0.033
Si 1.381 4.038 15.035 0.079 0.01 0.027
Si 4.141 1.287 15.089 -0.014 0.006 -0.007
Si 1.406 9.532 15.024 -0.053 0.02 -0.015
Si 4.135 6.784 14.974 -0.005 -0.018 0.025
Si 1.426 15.102 15.041 0.065 -0.027 -0.033
Si 4.173 12.31 15.036 -0.017 0.012 -0.035
Si 1.446 20.566 15.164 -0.045 -0.001 0.067
Si 4.187 17.858 15.105 0.048 0.034 0.038
Si 1.374 26.065 15.13 -0.058 -0.023 0.001
Si 4.165 23.311 15.142 -0.029 -0.007 0.019
Si 1.356 31.554 15.159 0.074 -0.038 0.028
Si 4.114 28.793 15.088 -0.075 0.025 0.004
Si 1.389 36.955 15.031 -0.042 0.019 0.035
Si 4.06 34.267 15.059 0.05 -0.041 0.035
Si 1.354 42.42 15.004 0.038 -0.007 0.049
Si 4.102 39.647 14.983 -0.052 -0.007 0.027
Si 1.38 47.822 15.048 -0.021 0.06 0.073
Si 4.083 45.138 15.031 0.003 -0.049 0.053
Si 1.431 53.25 14.977 -0.025 0.033 0.004
Si 4.118 50.522 15.014 -0.018 0.004 0.031
Si 1.433 58.692 15.013 0.007 -0.016 0.065
Si 4.165 56 15.049 0.071 -0.009 0.049
Si 1.38 64.152 15.084 -0.025 0.006 -0.004
Si 4.131 61.447 15.094 -0.091 -0.015 0.024
Si 6.882 4.062 15.076 0.064 0.069 0.024
Si 9.639 1.244 15.168 -0.111 0.002 0.052
Si 6.912 9.543 15.046 -0.049 0.018 0.033
Si 9.589 6.846 15.101 0.052 -0.011 0.045
Si 6.92 15.096 15.076 0.044 0.024 0.008
Si 9.666 12.313 15.036 0.005 0.066 0.038
Si 6.874 20.628 15.125 0.006 0.019 0.039
Si 9.622 17.865 15.084 0.07 0.029 -0.005
Si 6.867 26.079 15.112 0.048 -0.023 0
Si 9.615 23.328 15.128 -0.064 0.024 0.024
Si 6.854 31.538 15.036 -0.007 0.051 0.015
Si 9.622 28.794 15.085 -0.007 0.01 0.015
Si 6.752 36.988 14.98 -0.007 -0.06 -0.016
Si 9.561 34.227 14.993 -0.037 -0.014 -0.013
Si 6.844 42.403 15.008 -0.023 0.055 0.025
Si 9.526 39.742 14.942 0.047 0.031 -0.024
Si 6.847 47.832 15.034 0.018 0.003 0.057
Si 9.577 45.13 14.988 0.004 0.007 0.043
Si 6.863 53.25 15.015 0.04 -0.019 0.021
Si 9.587 50.506 15.022 -0.007 -0.003 0.058
Si 6.86 58.763 15.12 0.035 0.075 0.061
Si 9.564 56.009 15.006 -0.017 -0.015 -0.009
Si 6.877 64.229 15.154 0.006 0.071 0.032
Si 9.53 61.5 15.177 0.056 -0.019 0.065
Si 12.344 4.017 15.154 -0.046 -0.02 0.048
Si 15.031 1.254 15.065 -0.007 -0.04 0.012
Si 12.333 9.598 15.085 0.024 -0.053 0.055
Si 15.088 6.761 15.076 -0.055 -0.011 0.052
Si 12.42 15.056 15.088 0.017 0.076 0.006
Si 15.051 12.333 15.066 -0.017 -0.07 0.012
Si 12.323 20.647 15.127 0.084 -0.006 0.032
Si 15.141 17.836 15.131 -0.005 0.044 0.026
Si 12.328 26.121 15.136 0.053 0.034 0.017
Si 15.059 23.355 15.151 0.042 -0.03 0.037
Si 12.314 31.531 15.058 0.009 0.005 0.027
Si 15.026 28.828 15.137 0.043 -0.014 0.029
Si 12.31 36.986 14.929 0.006 0.008 -0.038
Si 15.082 34.225 15.039 -0.034 -0.007 0.031
Si 12.311 42.431 14.987 0.011 -0.003 0.063
Si 15.075 39.709 14.969 0.026 0.074 0.034
Si 12.314 47.797 15.013 -0.038 -0.022 0.064
Si 15.025 45.14 15.027 0.034 0.015 0.066
Si 12.335 53.244 14.979 -0.005 0.023 -0.025
Si 15.035 50.548 14.973 -0.006 -0.058 0.029
Si 12.309 58.738 15.017 0.061 0.035 -0.031
Si 15.097 55.98 14.965 0.042 0.046 0.002
Si 12.257 64.164 15.166 0.027 -0.083 0.048
Si 15.041 61.41 15.054 -0.057 -0.041 0.044
Si -0.047 -0.147 16.416 0.026 0.034 0.073
Si 2.745 2.668 16.384 -0.071 0.036 0.02
Si 0.025 5.353 16.458 -0.004 -0.01 -0.025
Si 2.746 8.098 16.335 0.135 -0.016 0.008
Si 0.052 10.948 16.343 0.044 -0.044 0.114
Si 2.824 13.734 16.34 -0.108 0.124 0.045
Si 0.149 16.46 16.489 -0.003 -0.076 -0.057
Si 2.843 19.182 16.543 0.096 0.04 -0.042
Si 0.086 22.003 16.478 -0.093 -0.044 0.162
Si 2.805 24.717 16.46 -0.034 -0.074 -0.006
Si -0.032 27.424 16.48 0.117 0.05 0.158
Si 2.767 30.158 16.473 0.001 -0.042 0.282
Si -0.016 32.931 16.557 -0.066 0.115 0.052
Si 2.752 35.655 16.485 -0.094 0.003 -0.007
Si 0.009 38.339 16.353 0.157 -0.038 -0.001
Si 2.741 41.02 16.312 0.028 0.049 0.061
Si 0.011 43.808 16.394 -0.082 -0.039 -0.048
Si 2.737 46.473 16.479 -0.001 -0.03 -0.083
Si -0.034 49.204 16.364 0.008 0.019 0.098
Si 2.779 51.902 16.376 -0.007 -0.092 0.102
Si 0.058 54.603 16.322 0.043 -0.01 0.052
Si 2.811 57.373 16.427 -0.067 0.083 0.123
Si 0.033 60.014 16.367 0.006 0.065 0.008
Si 2.737 62.779 16.463 0.143 -0.02 0.048
Si 5.511 -0.027 16.523 0.004 -0.057 0.047
Si 8.253 2.673 16.432 0.039 -0.082 0.093
Si 5.506 5.483 16.372 -0.089 -0.015 0.058
Si 8.27 8.253 16.508 0 -0.027 0.018
Si 5.523 10.904 16.366 0.109 0.001 0.051
Si 8.318 13.693 16.372 0.088 -0.128 0.042
Si 5.622 16.531 16.438 -0.099 -0.015 0.041
Si 8.312 19.311 16.444 -0.114 -0.109 -0.021
Si 5.532 21.969 16.564 0.04 0.007 0.124
Si 8.263 24.722 16.465 0.006 -0.066 0.148
Si 5.495 27.457 16.459 0.005 0.04 -0.03
Si 8.244 30.184 16.381 0.016 0.007 0.028
Si 5.46 32.903 16.374 -0.047 -0.045 0.291
Si 8.121 35.592 16.262 -0.012 0.06 0.097
Si 5.401 38.298 16.438 0.053 0.076 0.069
Si 8.191 41.048 16.41 0.065 -0.061 0.054
Si 5.482 43.779 16.368 0.001 0.008 0.092
Si 8.267 46.504 16.394 -0.086 -0.052 0.091
Si 5.452 49.16 16.427 0.043 0.034 -0.06
Si 8.172 51.824 16.386 0.027 0.12 0.051
Si 5.576 54.656 16.414 -0.123 0.006 0.042
Si 8.243 57.365 16.451 -0.026 0.038 0.035
Si 5.504 60.154 16.53 0.019 -0.09 0.001
Si 8.192 62.914 16.633 -0.056 -0.002 0.014
Si 10.927 -0.14 16.668 0.002 0.042 0.054
Si 13.719 2.583 16.509 -0.019 0 0.011
Si 10.936 5.445 16.441 0.078 0.083 0.173
Si 13.737 8.204 16.373 -0.031 0.012 0.175
Si 10.983 10.982 16.483 -0.048 0.044 -0.038
Si 13.756 13.692 16.527 0.032 0.032 -0.002
Si 11.021 16.453 16.359 0.007 -0.013 0.13
Si 13.753 19.278 16.403 -0.064 0.023 0.204
Si 10.958 21.999 16.562 -0.003 0.017 -0.024
Si 13.644 24.721 16.507 0.025 0.092 0.002
Si 11.024 27.531 16.536 -0.047 -0.078 0.155
Si 13.652 30.214 16.508 -0.049 0.073 0.01
Si 10.958 32.922 16.394 0.077 -0.036 0.045
Si 13.697 35.653 16.287 -0.048 -0.08 0.076
Si 10.944 38.395 16.216 0.006 -0.002 0.06
Si 13.743 41.103 16.328 -0.05 -0.054 0.037
Si 10.93 43.78 16.367 -0.002 -0.001 -0.01
Si 13.626 46.44 16.448 0.041 0.078 0.082
Si 10.98 49.155 16.406 -0.009 0.002 0.009
Si 13.683 51.882 16.377 0.015 0.024 0.033
Si 10.952 54.622 16.291 0.05 -0.088 0.021
Si 13.779 57.408 16.295 -0.125 -0.084 0.063
Si 10.901 60.032 16.435 0.027 0.09 0.087
Si 13.622 62.709 16.442 0.054 0.101 0.077
Si 1.304 1.304 17.698 -0.042 0.036 -0.149
Si 4.149 4.064 17.688 0.057 0.119 -0.177
Si 1.446 6.718 17.758 0.012 -0.014 -0.011
Si 4.096 9.499 17.64 -0.038 -0.097 -0.172
Si 1.422 12.371 17.651 -0.124 0.125 -0.18
Si 4.215 15.11 17.683 0.003 0.013 -0.272
Si 1.574 17.73 17.92 0.032 -0.12 0.11
Si 4.199 20.543 17.956 0.057 -0.011 0.069
Si 1.471 23.38 17.858 -0.025 -0.106 -0.234
Si 4.166 26.072 17.824 -0.085 -0.009 -0.083
Si 1.375 28.765 17.841 -0.019 0.069 -0.268
Si 4.204 31.519 17.846 0.097 0.109 -0.192
Si 1.335 34.401 17.892 -0.017 -0.068 0.052
Si 4.088 36.98 17.961 0.035 -0.041 0.165
Si 1.441 39.643 17.716 -0.038 -0.074 -0.044
Si 4.111 42.355 17.686 0.028 -0.083 -0.144
Si 1.348 45.11 17.844 -0.007 0.036 0.016
Si 4.088 47.857 17.859 0.023 0.01 0.036
Si 1.307 50.601 17.735 -0.126 0.133 -0.109
Si 4.256 53.207 17.716 0.074 -0.051 -0.141
Si 1.452 55.919 17.712 -0.012 -0.064 -0.198
Si 4.188 58.719 17.885 0.015 -0.011 -0.038
Si 1.362 61.332 17.774 0.027 -0.111 -0.095
Si 4.099 64.186 17.82 -0.022 -0.042 -0.134
Si 6.898 1.396 17.891 0.12 -0.058 -0.021
Si 9.581 4.038 17.821 0.001 0.018 -0.18
Si 6.817 6.879 17.785 -0.147 0.016 -0.081
Si 9.612 9.688 17.922 -0.059 0.024 0.02
Si 6.973 12.259 17.679 0.026 -0.02 -0.256
Si 9.724 15.035 17.738 0.078 -0.055 -0.17
Si 7.033 17.923 17.807 0.013 0.069 -0.109
Si 9.571 20.652 17.936 -0.084 0.088 0.06
Si 6.917 23.406 17.917 0.038 0.075 -0.068
Si 9.677 26.068 17.82 0.072 -0.025 -0.174
Si 6.905 28.835 17.758 -0.084 0.141 -0.043
Si 9.607 31.54 17.75 0.017 -0.056 -0.078
Si 6.757 34.335 17.752 -0.213 -0.029 -0.03
Si 9.506 37.03 17.458 -0.07 -0.01 -0.269
Si 6.794 39.666 17.767 -0.062 0.06 -0.074
Si 9.596 42.434 17.754 -0.039 0.04 -0.004
Si 6.852 45.176 17.739 -0.004 0.011 -0.138
Si 9.665 47.801 17.839 0.051 -0.053 -0.051
Si 6.832 50.449 17.842 0.058 0.036 0.062
Si 9.597 53.22 17.64 -0.05 -0.041 -0.154
Si 6.921 56.014 17.864 -0.036 -0.008 0.023
Si 9.506 58.771 17.879 0.006 -0.011 0.114
Si 6.692 61.659 17.986 -0.194 0.005 0.059
Si 9.523 64.181 18.191 0.178 -0.016 0.156
Si 12.4 1.221 17.969 0.059 -0.181 -0.056
Si 15.12 3.925 17.863 0.14 -0.064 0.031
Si 12.337 6.871 17.742 -0.068 -0.035 -0.34
Si 15.153 9.556 17.735 -0.027 -0.074 -0.105
Si 12.325 12.335 17.891 0.005 -0.025 0.039
Si 15.225 15.066 17.839 0.09 -0.181 0.01
Si 12.339 17.889 17.685 0.125 0.107 -0.396
Si 15.108 20.638 17.832 0.038 0.048 -0.281
Si 12.275 23.42 17.934 -0.091 0.053 0.011
Si 14.962 26.108 17.88 -0.066 0.06 -0.094
Si 12.324 28.96 18.018 -0.092 -0.03 0.119
Si 14.945 31.588 17.927 0.037 0.058 0.055
Si 12.349 34.354 17.692 0.113 -0.043 -0.136
Si 14.99 37.023 17.69 -0.018 -0.004 -0.052
Si 12.34 39.715 17.598 -0.04 0.021 -0.167
Si 15.07 42.462 17.776 -0.001 0.034 0.1
Si 12.26 45.043 17.859 0.034 -0.025 0.082
Si 15 47.862 17.775 -0.056 0.048 -0.046
Si 12.334 50.515 17.79 0.091 -0.043 -0.059
Si 15.059 53.285 17.69 0.097 -0.117 -0.135
Si 12.325 56.081 17.533 0.009 0.248 -0.121
Si 15.171 58.634 17.794 0.108 -0.147 0.047
Si 12.301 61.29 17.841 0.04 0.019 -0.075
Si 15.005 64.054 17.792 -0.154 0.009 -0.096
Si 0.061 2.499 19.305 0.007 -0.006 0.261
Si 2.652 -0.05 18.984 0.051 0.018 0.211
Si 0.172 8.162 19.082 0.001 0.233 0.292
Si 2.787 5.3 19.106 -0.048 -0.105 0.13
Si 0.252 13.687 19.245 -0.052 -0.204 0.235
Si 2.775 10.954 18.87 -0.066 -0.125 0.295
Si 0.166 19.197 19.097 -0.076 0.075 0.019
Si 3.045 16.313 19.319 -0.007 -0.096 0.1
Si 0.045 24.785 19.118 0.12 0.07 0.223
Si 2.834 22.026 19.277 0.05 0.091 0.179
Si -0.075 30.118 19.182 0.043 -0.089 0.234
Si 2.828 27.405 19.185 -0.208 0.056 0.202
Si -0.07 35.888 19.217 0.022 -0.087 0.092
Si 2.758 32.954 19.111 -0.163 -0.183 0.051
Si 0.053 40.993 19.004 0.251 0.17 0.13
Si 2.73 38.408 19.332 -0.053 0.081 0.198
Si -0.1 46.481 19.168 -0.037 0.102 0.176
Si 2.747 43.641 19.083 0.006 -0.143 0.254
Si -0.017 52.029 19.175 0.008 0.021 0.275
Si 2.599 49.23 19.121 -0.201 -0.051 0.156
Si 0.136 57.175 19.179 -0.034 -0.033 0.271
Si 2.885 54.56 18.992 -0.126 0.057 0.32
Si -0.042 62.648 19.108 -0.228 -0.052 0.233
Si 2.741 60.065 19.23 -0.022 -0.08 0.12
Si 5.466 2.794 19.147 0.076 0.139 0.232
Si 8.154 0.206 19.54 -0.085 0.157 0.315
Si 5.394 8.266 19.137 0.089 -0.069 0.174
Si 8.049 5.362 19.09 -0.07 -0.051 0.156
Si 5.612 13.687 18.857 -0.016 -0.087 0.262
Si 8.178 11.067 19.328 0 0.077 0.218
Si 5.718 19.194 19.311 -0.135 0.11 0.114
Si 8.409 16.447 19.031 0.178 0.112 0.229
Si 5.556 24.857 19.261 0.072 -0.172 0.27
Si 8.268 22.102 19.397 -0.121 0.038 0.111
Si 5.75 30.211 19.266 0.1 -0.013 0.563
Si 8.306 27.496 19.018 -0.087 -0.043 0.202
Si 5.49 35.624 19.393 0.104 -0.041 0.104
Si 8.25 32.993 18.934 0.084 0.08 0.409
Si 5.447 41.034 19.148 0.091 0.044 0.246
Si 8.202 38.222 18.955 0.06 0.003 0.175
Si 5.534 46.522 19.208 0.198 -0.031 0.161
Si 8.202 43.798 19.098 -0.012 -0.002 0.236
Si 5.526 51.883 19.229 -0.087 -0.006 0.15
Si 8.275 49.1 19.219 -0.047 0.058 0.169
Si 5.529 57.309 19.332 0.003 0.03 0.233
Si 8.363 54.578 19.087 0.082 0.002 0.224
Si 5.273 63.013 19.517 -0.13 0.011 0.086
Si 7.999 60.211 19.24 0.309 -0.195 0.069
Si 11.146 2.823 19.172 0.075 0.391 0.275
Si 13.699 -0.322 19.332 0.001 -0.16 0.098
Si 11.027 8.275 19.17 0.276 0.081 0.234
Si 13.786 5.476 18.981 -0.131 0.034 0.345
Si 10.98 13.735 19.307 -0.16 0.058 0.179
Si 13.807 10.957 19.111 0.133 -0.017 0.092
Si 10.962 19.177 19.125 -0.035 -0.236 0.179
Si 13.778 16.536 18.928 -0.1 0.124 0.082
Si 10.936 24.801 19.401 -0.075 -0.019 0.102
Si 13.693 22.073 19.196 0.16 -0.033 0.072
Si 10.871 30.418 19.406 -0.008 0.002 0.197
Si 13.659 27.484 19.382 0.024 0.035 0.213
Si 10.885 35.792 18.794 -0.021 0.037 0.343
Si 13.596 33.105 19.272 0.013 0.077 0.094
Si 11.065 41.062 18.996 0.02 -0.023 0.251
Si 13.612 38.361 19.03 -0.168 -0.13 0.241
Si 10.977 46.437 19.317 -0.025 -0.018 0.23
Si 13.624 43.662 19.274 0.098 -0.031 0.163
Si 10.895 51.857 19.046 -0.042 0.029 0.38
Si 13.708 49.25 19.262 0.032 -0.024 0.282
Si 11.081 57.376 19.059 0.156 -0.143 0.155
Si 13.664 54.741 18.836 -0.074 0.01 0.184
Si 10.974 62.486 19.399 -0.031 -0.175 0.377
Si 13.771 59.941 19.162 -0.068 0.03 0.351
Si 1.84 3.592 20.522 0.091 -0.223 0.173
Si 3.992 1.383 20.26 -0.117 -0.054 0.326
Si 1.219 9.919 20.307 0.078 -0.154 0.005
Si 4.193 6.649 20.396 -0.047 0.122 0.317
Si 2.2 14.426 20.551 0.043 0.028 0.273
Si 4.308 12.203 20.09 0.082 0.009 0.484
Si 1.166 20.827 20.448 0.061 -0.172 0.468
Si 4.839 17.348 20.548 0.2 -0.012 0.273
Si 1.205 26.309 20.505 0.068 -0.082 -0.056
Si 4.401 23.293 20.603 -0.04 -0.074 -0.046
Si 1.673 31.215 20.263 0.051 0.079 -0.332
Si 4.047 29.011 20.423 0.072 0.025 0.03
Si 0.921 37.527 20.649 -0.047 0.146 0.046
Si 4.374 33.809 20.572 -0.225 0.057 0.083
Si 1.699 41.946 20.439 0.05 0.062 -0.031
Si 4.059 39.893 20.719 0.023 0.097 0
Si 0.919 48.16 20.492 0.217 -0.169 -0.022
Si 4.372 44.813 20.289 -0.044 -0.006 0.205
Si 1.601 53.264 20.442 0.079 -0.17 -0.049
Si 3.639 50.904 20.37 0.241 0.101 0.272
Si 1.926 58.146 20.441 -0.234 0.081 0.19
Si 4.096 55.818 20.561 0.157 -0.084 -0.002
Si 1.239 64.198 20.247 -0.011 0.136 0.236
Si 3.374 61.899 20.704 -0.008 0.235 -0.193
Si 6.417 4.429 20.676 0.255 -0.055 0.329
Si 10.001 1.656 20.784 0.251 -0.103 -0.229
Si 6.413 9.936 20.523 -0.212 0.181 0.268
Si 9.683 6.599 20.122 -0.084 0.066 0.273
Si 6.949 15.064 20.175 -0.014 0.026 0.412
Si 9.129 12.874 20.688 0.02 0.024 0.282
Si 6.621 21.008 20.691 0.112 -0.121 0.149
Si 10.022 17.44 20.492 -0.046 0 0.41
Si 7.126 26.163 20.53 -0.062 0.134 0.052
Si 9.257 23.826 20.794 0.252 -0.153 0.163
Si 7.063 31.966 20.679 -0.107 0.012 -0.33
Si 9.606 28.704 20.526 0.113 0.061 0.086
Si 7.313 36.71 20.564 0.174 -0.1 0.052
Si 9.527 34.493 20.142 -0.019 0.135 0.092
Si 6.604 42.662 20.414 -0.053 0.043 0.036
Si 9.747 39.519 20.09 0.034 0.085 0.323
Si 7.212 47.535 20.672 -0.088 0.107 0.139
Si 9.344 45.212 20.614 -0.058 -0.005 -0.089
Si 7.308 52.977 20.447 -0.088 -0.091 0.078
Si 9.432 50.676 20.566 -0.002 0.093 -0.069
Si 6.649 58.95 20.699 -0.111 -0.121 -0.185
Si 10.067 55.69 20.331 0.002 -0.044 0.14
Si 6.247 64.889 20.782 -0.236 0.093 0.302
Si 9.637 60.844 20.814 -0.203 0.574 -0.334
Si 12.204 4.603 20.477 0.243 0.026 0.039
Si 15.374 0.729 20.62 0.262 -0.092 0.139
Si 12.886 9.26 20.43 -0.127 0.045 0.133
Si 15.053 6.882 20.31 0.034 0.03 -0.034
Si 12.37 15.379 20.336 0.021 0.032 0.209
Si 15.376 12.086 20.485 0.052 -0.027 -0.138
Si 12.545 20.382 20.314 -0.06 -0.042 0.465
Si 14.876 18.123 20.248 0.149 -0.085 0.549
Si 11.938 26.495 20.743 0.313 -0.051 0.227
Si 15.371 23.204 20.436 -0.152 0.097 0.256
Si 11.774 32.359 20.643 -0.124 -0.02 0.11
Si 15.368 28.516 20.7 -0.08 0.18 0.045
Si 11.83 37.353 20.238 0.062 -0.045 0.309
Si 15.137 34.417 20.588 -0.078 -0.033 0.007
Si 12.631 41.888 20.643 0.159 -0.012 -0.068
Si 15.006 39.718 20.299 -0.104 0.215 0.202
Si 12.611 47.627 20.645 0.043 -0.082 -0.021
Si 14.744 45.322 20.555 -0.003 0.011 -0.039
Si 12.124 53.55 20.076 -0.008 -0.155 0.113
Si 15.248 50.55 20.649 0.196 -0.125 -0.174
Si 12.749 58.306 20.552 -0.112 0.039 -0.068
Si 14.866 55.97 20.433 0.019 -0.004 0.119
Si 12.676 63.536 20.694 0.048 -0.092 -0.117
Si 14.953 61.381 20.614 0.166 -0.254 -0.082
Si -1.702 2.184 23.307 0.005 0.017 0.552
Si -0.663 3.514 27.311 0.052 -0.013 0.095
Si -0.095 4.893 22.567 -0.094 0.244 0.056
Si 1.466 6.486 24.469 0.26 -0.007 0.339
Si -1.196 16.433 26.78 -0.026 0.156 0.115
Si 1.018 15.054 23.422 -0.033 0.086 0.537
Si -1.659 18.119 23.227 0.084 -0.118 0.27
Si 2.926 20.02 25.216 -0.007 -0.168 0.281
Si -1.402 23.091 23.402 -0.171 0.003 0.416
Si 1.18 21.588 23.201 0.125 -0.287 0.559
Si 4.782 29.498 23.372 -0.173 0.148 0.339
Si 0.16 32.455 22.246 0.27 0.076 0.378
Si 2.077 36.768 23.551 -0.059 0.014 0.587
Si 0.297 39.076 24.717 -0.248 0.074 0.292
Si 0.218 42.132 25.139 0.084 -0.132 0.426
Si -4.724 43.477 25.648 0.127 0.047 0.264
Si 6.21 48.846 23.489 -0.179 -0.004 0.337
Si -6.095 49.4 25.648 -0.156 0.016 0.364
Si 2.726 44.31 29.665 0.08 -0.047 -0.358
Si 0.163 54.896 22.745 0.136 -0.042 0.202
Si 1.23 57.912 23.342 0.09 0.056 0.338
Si -0.913 60.023 23.486 -0.094 0.175 0.405
Si -0.457 65.397 24.876 0.058 -0.219 0.273
Si 7.873 -1.28 23.426 -0.029 0.037 0.402
Si 6.349 3.678 23.755 -0.058 0.101 0.401
Si 9.645 7.201 23.009 0.117 -0.019 0.396
Si 7.568 9.092 23.36 -0.168 0.065 0.576
Si 9.186 11.79 23.615 -0.143 0.117 0.593
Si 4.907 18.254 23.469 -0.004 0.028 0.504
Si 2.507 24.378 22.683 -0.073 0.055 0.121
Si 9.703 23.779 23.944 0.012 -0.012 0.328
Si 7.292 22.51 25.578 -0.099 0.065 0.156
Si 7.517 28.29 22.772 0.108 -0.23 0.205
Si 6.031 34.726 26.93 -0.156 -0.034 0.166
Si 6.234 38.72 22.906 -0.125 -0.119 0.003
Si 8.213 41.062 22.497 0.038 -0.013 -0.174
Si 2.932 45.079 23 0.307 0.03 0.406
Si 13.015 44.752 28.058 0.034 -0.116 -0.203
Si 5.434 51.578 24.484 -0.135 -0.22 0.193
Si 11.403 49.636 22.758 -0.082 -0.147 0.109
Si 5.794 54.347 22.832 -0.118 -0.066 0.264
Si 9.201 58.035 21.996 -0.059 -0.114 0.426
Si 4.882 60.526 22.905 0.052 -0.115 0.369
Si 2.278 64.45 24.807 -0.157 0.01 0.204
Si 10.827 -0.601 22.375 0.24 -0.193 0.293
Si 11.242 10.557 25.554 -0.084 0.002 0.36
Si 12.098 8.88 23.15 -0.148 -0.054 0.434
Si 14.458 14.109 22.497 -0.25 0.006 0.284
Si 9.721 18.399 23.368 0.159 -0.061 0.382
Si 17.202 17.72 25.01 0.069 0.149 0.338
Si 12.421 22.363 24.636 0.15 -0.057 0.313
Si 12.285 26.721 23.795 -0.059 0.002 0.224
Si 13.77 31.765 27.228 0.087 -0.02 -0.025
Si 6.375 29.809 27.667 0.061 0.082 0.052
Si 13.884 34.771 23.564 -0.029 0.165 0.389
Si 10.534 43.104 22.823 0.081 0.033 -0.028
Si 9.197 42.367 26.859 -0.141 0.036 0.167
Si 14.91 47.184 28.042 0.03 -0.028 -0.027
Si 8.005 47.331 25.469 0.062 -0.114 0.116
Si 13.465 52.06 22.447 0.099 0.21 0.182
Si 12.6 58.819 23.631 0.073 -0.031 0.418
Si 11.868 61.462 25.094 0.276 0.104 0.221
Si 14.576 62.652 24.864 -0.017 0.008 0.24
Si 2.144 -0.087 29.885 -0.147 0.161 -0.388
Si 10.368 1.814 23.692 -0.073 0.17 0.759
Si 2.707 8.458 22.61 0.071 -0.021 0.256
Si 2.813 13.736 25.54 0.076 0.019 0.137
Si 4.359 14.995 27.507 0.102 0.131 0.135
Si -1.564 14.106 28.587 -0.058 0.097 -0.079
Si 7.326 20.098 23.693 -0.127 -0.056 0.456
Si 2.44 25.08 25.815 -0.167 0.028 0.511
Si 5.283 24.222 26.854 0.015 -0.105 -0.024
Si 4.198 28.7 26.254 -0.085 0.137 0.097
Si -2.29 37.563 24.579 -0.078 0.061 0.117
Si 0.953 33.77 29.351 0.051 0.049 -0.234
Si 0.138 43.69 22.575 -0.031 -0.006 0.122
Si 4.555 43.615 25.035 0.102 0.076 0.412
Si 2.698 48.91 27.909 0.089 0.05 -0.031
Si 1.735 47.603 23.417 0.156 0.232 0.166
Si 3.716 53.156 29.107 -0.005 0.122 -0.155
Si 0.271 56.421 27.226 0.008 0.196 -0.128
Si 3.936 58.208 24.938 -0.03 -0.125 0.326
Si -1.596 57.145 29.214 -0.148 -0.02 -0.192
Si 4.546 62.803 24.705 -0.144 0.099 0.369
Si 4.392 -0.673 26.52 0.028 0.144 0.142
Si 7.547 1.352 24.711 -0.141 -0.058 0.366
Si 4.274 5.691 24.653 0.085 0.051 0.187
Si 7.978 14.07 25.026 -0.053 0.108 0.197
Si 5.172 15.521 24.975 0.209 -0.077 0.203
Si 10.47 16.111 28.284 0.071 -0.014 -0.09
Si 8.1 22.503 28.747 0.26 -0.202 -0.219
Si 12.435 25.528 26.57 0.095 0.015 0.459
Si 9.501 26.91 24.731 0.124 -0.055 0.205
Si 10.819 28.037 27.144 0.068 -0.035 0.057
Si 8.025 32.146 26.409 -0.031 -0.03 0.267
Si 7.461 33.004 23.676 -0.077 0.026 0.316
Si 4.765 36.87 24.978 -0.191 -0.094 0.513
Si 6.278 41.576 29.538 0.11 0.069 -0.564
Si 7.32 44.498 25.601 -0.051 0.078 0.211
Si 7.703 49.843 29.534 -0.104 -0.102 -0.425
Si 5.29 50.843 27.569 -0.044 -0.128 -0.064
Si 9.276 56.299 29.039 -0.047 0.07 -0.18
Si 6.516 56.493 24.963 0.071 -0.002 0.414
Si 8.606 58.897 24.77 -0.125 -0.059 0.412
Si 13.442 3.896 25.272 -0.034 0.043 0.381
Si 12.316 5.913 23.31 -0.047 -0.068 0.191
Si 13.364 11.753 27.676 -0.194 0.06 -0.15
Si 10.194 15.984 25.215 0.097 -0.055 0.171
Si 14.503 16.215 30.609 -0.061 -0.065 -0.274
Si 13.308 15.617 24.533 -0.155 0.152 0.477
Si 12.306 19.92 23.216 -0.119 -0.017 0.47
Si 14.549 23.708 26.189 0.081 -0.08 0.288
Si 17.988 27.77 27.112 -0.05 0.1 0.057
Si 14.333 29.122 23.724 0.059 -0.111 0.255
Si 16.504 32.496 26.778 0.185 0.16 0.092
Si 13.699 31.895 23.11 0.008 0.136 0.339
Si 11.701 36.495 23.208 -0.119 0.03 0.381
Si 9.312 35.509 24.757 0.191 0.107 0.198
Si 15.192 38.376 27.141 -0.071 0.035 0.037
Si 14.016 42.361 26.726 0.2 -0.058 -0.04
Si 13.047 48.32 29.852 -0.028 0.14 -0.367
Si 10.533 48.94 28.53 -0.181 -0.032 -0.148
Si 12.995 53.692 25.141 -0.148 0.15 0.372
Si 11.451 56.531 25.467 -0.017 -0.099 0.278
Si 13.639 61.901 27.541 0.033 0.093 -0.142
Si 1.02 4.024 30.983 0.017 0.019 -0.483
Si 2.153 3.696 28.164 0.067 -0.078 -0.185
Si -0.317 11.424 28.601 0.005 0.171 -0.189
Si 3.824 13.519 29.791 0.062 0.118 -0.179
Si 4.956 8.613 24.535 0.046 -0.119 0.272
Si 2.58 11.588 27.697 0.039 0.063 -0.105
Si -0.574 24.887 30.175 -0.011 -0.002 -0.433
Si 4.455 21.244 27.834 -0.072 0.032 -0.107
Si -0.127 31.994 31.397 -0.059 -0.028 -0.559
Si -0.949 36.018 29.097 0.129 -0.131 -0.204
Si 4.328 32.764 23.459 -0.22 0.028 0.357
Si 4.827 37.336 29.895 -0.155 0.066 -0.254
Si -2.244 40.665 31.408 0.001 0.025 -0.376
Si 0.836 47.197 26.106 0.102 -0.107 0.146
Si -2.276 51.008 30.688 0.141 -0.276 -0.49
Si 0.861 50.091 30.181 0.016 -0.035 -0.251
Si -1.046 60.061 29.523 0.083 -0.016 -0.533
Si 0.759 53.858 28.434 0.105 0.099 -0.18
Si -0.425 66.058 28.005 0.09 0.02 -0.073
Si 5.494 63.403 32.697 0.236 0.15 -0.197
Si 2.815 -2.944 26.879 -0.099 -0.133 0.132
Si 4.183 8.913 27.603 0.018 0.041 -0.067
Si 7.06 4.439 32.08 -0.161 -0.187 -0.161
Si 7.089 14.106 27.901 0.114 -0.06 -0.164
Si 6.984 8.431 29.103 0.13 0.041 -0.384
Si 7.84 16.84 29.473 0.082 -0.054 -0.346
Si 6.731 23.605 31.349 -0.049 -0.073 -0.37
Si 6.008 26.975 28.139 -0.02 -0.023 -0.195
Si 11.165 29.625 29.668 0.096 -0.14 -0.279
Si 1.661 33.853 24.615 0.207 0.049 0.348
Si 7.089 36.848 32.068 -0.022 0.011 -0.21
Si 5.048 41.051 26.839 -0.093 0.101 0.034
Si 8.125 36.671 27.273 0.007 0.096 0.065
Si 4.379 46.834 29.507 0.088 -0.195 -0.337
Si 7.673 39.837 27.576 -0.093 0.02 0.001
Si 3.607 49.816 23.265 -0.102 -0.085 0.365
Si 7.013 46.179 27.996 -0.152 -0.11 -0.065
Si 2.603 58.272 27.604 -0.05 0.121 0.056
Si 8.883 55.028 26.32 0.039 -0.028 0.058
Si 3.205 62.852 31.111 -0.087 0.081 -0.456
Si 9.553 61.048 32.184 0.219 -0.053 -0.266
Si 10.783 3.301 26.49 0.017 0.207 0.229
Si 14.251 0.58 30.313 -0.059 -0.11 -0.461
Si 9.628 9.108 27.829 0.139 0.044 -0.159
Si 7.907 3.687 26.333 -0.008 0.099 0.12
Si 10.525 13.925 30.342 0.039 -0.043 -0.396
Si 12.477 10.454 32.374 0.005 -0.006 -0.244
Si 13.366 22.964 30.23 0.054 -0.001 -0.313
Si 13.157 17.837 28.396 -0.013 0.07 -0.009
Si 17.026 23.469 27.817 -0.061 -0.068 0.03
Si 10.871 31.083 27.082 0.031 0.044 -0.015
Si 15.809 29.714 26.345 0.013 -0.017 0.25
Si 12.98 33.942 29.072 0.115 -0.011 -0.132
Si 14.02 30.019 31.138 0.089 0.052 -0.442
Si 11.662 37.605 29.08 0.047 0.045 -0.268
Si 10.73 35.377 27.413 0.091 -0.011 -0.002
Si 12.531 45.671 31.03 0.111 -0.026 -0.456
Si 13.343 40.136 28.61 0.163 -0.105 -0.107
Si 11.584 51.83 29.391 -0.002 -0.033 -0.439
Si 10.555 52.434 26.575 -0.05 0.122 0.013
Si 10.297 58.515 27.369 -0.013 -0.068 -0.007
Si 15.988 54.138 25.654 -0.128 0.06 0.23
Si 9.02 61.699 23.901 0.012 -0.278 0.496
Si -1.749 4.938 29.863 0.071 -0.012 -0.355
Si 4.415 1.583 28.466 -0.07 0.002 -0.21
Si 2.796 6.389 27.13 0.006 -0.011 -0.052
Si -1.467 7.439 31.397 -0.071 0.051 -0.306
Si 0.816 16.97 31.757 -0.139 -0.087 -0.291
Si 3.151 15.161 32.254 0.028 0.015 -0.207
Si 2.326 21.945 29.836 0.017 -0.022 -0.38
Si 1.397 19.998 32.197 0.142 -0.03 -0.327
Si 2.519 27.336 30.044 -0.075 0.148 -0.175
Si 3.611 24.547 31.238 -0.177 -0.055 -0.326
Si 4.706 29.676 30.293 -0.116 -0.149 -0.2
Si 4.05 34.428 29.277 -0.221 0.058 -0.46
Si 3.827 38.515 27.509 -0.096 0.027 -0.052
Si 2.439 38.843 30.03 -0.019 0.014 -0.317
Si -0.409 38.186 31.238 0.169 -0.144 -0.513
Si 1.066 47.621 32.2 -0.063 0.175 -0.048
Si 2.115 44.252 26.626 0.037 0.088 0.111
Si -4.534 57.126 30.305 -0.007 0.032 -0.399
Si 3.311 51.415 31.364 -0.096 0.097 -0.266
Si 6.756 57.041 30.501 0.036 -0.228 -0.655
Si 0.333 66.99 31.912 0.062 -0.11 -0.384
Si 1.946 60.823 29.235 0.03 -0.066 -0.286
Si 9.548 6.449 32.215 0.263 0.08 -0.405
Si 6.97 3.296 29.22 0.048 -0.186 -0.464
Si 6.741 10.05 31.847 -0.041 0.054 -0.418
Si 9.284 6.577 29.272 0.053 0.023 -0.439
Si 6.624 12.68 30.372 -0.017 0.076 -0.409
Si 7.827 14.985 31.748 0.144 -0.017 -0.504
Si 6.671 20.558 32.259 -0.136 -0.127 -0.192
Si 6.816 19.856 29.33 0.157 0.012 -0.4
Si 6.521 27.624 31.249 -0.27 0.283 -0.329
Si 11.072 23.293 28.43 0.137 -0.064 0.022
Si 4.023 33.783 32.187 -0.033 -0.072 -0.281
Si 16.105 27.736 31.303 0.101 -0.102 -0.345
Si 12.212 35.613 31.307 -0.004 -0.077 -0.285
Si 5.902 41.322 32.569 0.147 -0.013 -0.122
Si 5.235 49.044 31.258 0.005 -0.16 -0.374
Si 9.726 44.991 31.973 -0.001 -0.066 -0.02
Si 4.403 56.178 32.164 -0.077 0.06 -0.307
Si 9.677 51.117 31.638 -0.005 -0.061 -0.208
Si 7.2 59.145 32.296 0.069 -0.064 -0.184
Si 4.269 56.123 29.205 0.13 0.003 -0.24
Si 12.53 2.867 30.815 0.105 0.161 -0.36
Si 9.919 3.365 29.328 0.092 -0.084 -0.243
Si 11.305 10.954 29.814 -0.015 0.074 -0.274
Si 17.632 6.564 32.216 0.003 -0.04 -0.217
Si 12.447 15.202 32.437 0.123 -0.041 -0.025
Si 15.219 10.442 31.46 -0.078 0.061 -0.204
Si 12.357 20.749 29.041 0.21 -0.052 -0.248
Si 12.419 20.926 32.054 0.102 -0.011 -0.328
Si 9.347 28.645 31.997 -0.004 0.112 -0.016
Si 15.889 24.375 32.988 -0.077 0.178 -0.31
Si 18.938 31.218 31.767 0.014 -0.215 -0.438
Si 10.053 37.384 31.436 0.136 -0.054 -0.281
Si 15.869 43.168 31.571 0.193 -0.063 -0.284
Si 18.658 41.714 31.096 0.043 0.061 -0.3
Si 8.316 43.927 29.471 -0.214 -0.052 -0.495
Si 16.399 45.681 30.401 0.046 -0.052 -0.537
Si 13.124 55.36 32.48 -0.13 0.177 -0.065
Si 15.599 54.77 30.983 0.15 0.103 -0.603
Si 12.981 62.466 30.233 -0.18 0.026 -0.374
Si 11.044 60.054 29.875 0.106 -0.135 -0.379
Si 14.9 61.198 32.055 -0.074 0.133 -0.494
Si 12.406 64.526 32.145 -0.09 -0.048 -0.352
O -0.918 1.473 -3.366 0.108 0.035 0.337
O -0.257 0.806 -0.924 -0.345 0.162 0.056
O 3.779 1.574 -0.34 0.075 -0.161 0.495
O 1.919 3.903 0.025 -0.379 0.177 -0.148
O -2.078 6.505 -4.045 -0.058 0.078 0.166
O 0.304 5.757 -0.943 -0.429 -0.23 -0.088
O 2.18 7.7 -1.347 0.18 0.102 0.317
O 1.934 5.342 -2.902 -0.05 0.197 0.219
O -0.152 10.573 -1.509 -0.084 0.067 0.373
O -0.381 10.84 -4.127 0.217 0.041 0.337
O 3.283 13.883 -2.987 0.02 -0.121 0.293
O 2.303 14.501 -0.749 -0.364 -0.267 -0.114
O 0.367 16.441 -1.02 -0.002 -0.296 -0.011
O -1.475 18.05 -0.276 0.386 -0.288 0.103
O 1.658 21.049 -3.246 -0.42 0.012 0.525
O 2.727 19.763 -1.139 0.278 0.363 0.23
O -0.701 22.949 -0.541 -0.284 0.06 -0.249
O 0.306 20.62 -1.015 -0.284 -0.003 0.255
O 3.266 25.953 -3.772 0.259 -0.004 -0.18
O 2.956 24.71 -1.522 -0.314 -0.081 0.369
O 3.631 28.511 -4.315 0.149 0.122 0.208
O -0.548 27.716 -1.323 0.012 -0.241 0.17
O 4.686 33.934 -3.548 0.072 -0.249 0.539
O 2.36 30.247 -1.197 0.004 0.193 -0.073
O -0.029 32.068 -1.227 0.353 0.226 0.209
O -1.512 34.142 -0.627 0.118 -0.096 0.279
O 0.385 32.601 -5.87 -0.261 0.049 0.115
O 1.413 36.668 -0.635 -0.048 -0.005 0.229
O -0.58 38.055 -1.404 0.032 0.04 0.318
O 3.775 38.232 -3.453 0.052 -0.022 0.233
O 2.762 41.172 -1.697 -0.044 0.09 0.52
O 1.139 38.239 -3.481 -0.029 -0.097 0.083
O 1.273 42.348 -0.035 -0.101 0.013 0.322
O -0.277 43.979 -1.292 -0.013 0.175 0.274
O 2.426 46.799 -1.621 0.191 -0.208 -0.027
O -0.11 46.581 -2.486 0.193 -0.084 0.39
O 0.742 48.408 -0.681 -0.157 -0.225 0.259
O -1.057 50.338 -0.583 -0.355 -0.073 0.414
O 3.411 51.452 -1.26 -0.091 -0.029 0.262
O 1.542 53.179 -0.527 -0.08 0.112 0.044
O 0.133 54.743 -1.934 0.094 0.164 0.459
O -2.342 56.294 -0.773 -0.062 0.272 0.201
O 3.552 57.294 -1.266 0.07 0.182 0.193
O -0.783 58.535 -5.127 -0.057 -0.144 -0.029
O -0.034 61.01 -1.489 0.165 -0.238 0.16
O 1.474 58.915 -0.726 -0.08 -0.156 0.231
O 1.284 64.417 -0.264 -0.134 0.274 -0.161
O 2.631 62.832 -1.612 0.109 -0.524 0.394
O 5.049 -0.663 -1.208 -0.173 -0.142 -0.145
O 3.706 -1.74 -6.658 0.312 0.086 0.01
O 7.698 3.086 -1.494 -0.132 0.044 -0.059
O 6.637 4.249 -3.736 0.093 0.401 0.478
O 5.762 4.872 -1.278 0.001 -0.073 0.306
O 4.197 6.644 -0.27 0.014 0.305 -0.102
O 7.697 9.503 -1.201 0.105 -0.269 0.271
O 9.453 7.595 -0.88 0.122 -0.111 0.307
O 3.985 12.385 -0.437 0.194 -0.013 0.094
O 5.356 10.456 -1.604 0.087 0.354 0.173
O 7.903 14.937 -0.87 0.253 0.109 0.481
O 7.292 11.409 -3.119 0.17 -0.284 -0.154
O 3.882 17.756 -0.026 0.24 0.018 0.177
O 4.607 15.716 -1.413 0.289 0.006 0.301
O 7.948 19.714 -1.401 -0.074 -0.228 -0.174
O 6.173 19.932 -3.408 0.082 0.286 0.382
O 5.557 20.516 -0.79 -0.067 0.059 0.525
O 4.176 22.798 -0.421 0.086 0.13 0.473
O 7.687 22.413 -7.079 -0.214 0.068 0.088
O 7.642 24.542 -1.867 0.254 -0.067 0.261
O 5.983 26.897 -1.608 0.208 -0.166 0.483
O 4.126 28.506 -0.556 -0.267 0.22 0.224
O 6.877 31.355 -0.485 -0.227 0.035 0.622
O 8.736 29.653 -1.132 0.231 -0.327 -0.014
O 5.209 33.223 -1.123 -0.059 0.044 -0.124
O 3.439 35.192 -1.451 0.23 -0.039 0.493
O 7.546 35.403 -1.526 0.294 -0.365 0.11
O 12.52 34.143 -3.606 -0.174 0.099 0.218
O 6.301 37.681 -1.037 -0.246 -0.168 -0.097
O 5.097 40.119 -0.853 -0.101 -0.586 -0.068
O 7.486 41.211 -1.249 -0.261 -0.132 0.266
O 5.654 41.118 -3.278 -0.181 -0.236 0.594
O 5.449 42.848 -1.292 0.25 -0.125 -0.334
O 4.033 44.975 -0.62 -0.003 -0.057 0.223
O 8.598 45.977 -1.613 -0.107 -0.18 0.175
O 6.924 47.639 -0.582 -0.049 0.498 0.55
O 5.27 49.363 -1.409 0.1 0.344 0.142
O 4.212 50.203 -3.547 -0.145 0.137 0.303
O 8.957 51.966 -1.419 -0.344 -0.127 -0.057
O 6.809 53.374 -0.709 0.096 -0.041 0.592
O 4.544 54.832 -1.169 0.074 -0.002 0.311
O 5.977 56.527 -2.398 0.135 -0.111 0.365
O 7.005 58.641 -3.497 0.157 -0.001 0.184
O 8.043 57.989 -1.167 -0.282 -0.107 0.182
O 5.786 59.544 -1.234 -0.276 -0.126 0.093
O 4.977 62.144 -0.575 -0.021 -0.274 0.141
O 3.835 61.866 -8.365 -0.026 0.356 -0.254
O 2.889 61.401 -3.822 0.266 0.177 0.373
O 9.534 1.502 -0.566 0.018 -0.003 0.145
O 11.212 -0.079 -1.679 -0.041 -0.226 -0.133
O 13.003 2.662 -1.869 0.444 -0.276 0.587
O 13 1.56 -4.3 0.136 -0.139 0.249
O 12.384 4.245 0.096 0.162 0.151 -0.18
O 10.792 5.513 -1.525 -0.163 -0.021 0.143
O 12.726 9.209 -0.858 0.176 -0.065 0.105
O 14.33 7.134 -1.341 -0.319 -0.376 0.483
O 11.507 11.485 -1.094 -0.117 -0.076 -0.151
O 9.475 12.718 -0.31 -0.039 -0.049 0.676
O 13.034 14.069 -0.821 -0.166 -0.239 -0.229
O 15.027 12.478 -0.132 0.089 -0.054 0.594
O 9.554 17.866 -0.432 0.137 -0.046 0.294
O 11.301 16.089 -1.082 -0.046 -0.008 0.15
O 13.266 22.316 -2.505 0.205 0.132 0.345
O 13.325 19.844 -1.349 -0.139 0.186 0.473
O 9.547 23.188 -0.63 0.042 -0.096 0.152
O 11.129 21.265 -1.271 -0.218 -0.213 0.436
O 14.34 24.937 -1.304 0.029 -0.002 -0.059
O 12.172 26.044 -0.533 -0.006 0.171 0.254
O 12.731 29.743 -4.086 0.268 -0.189 0.122
O 10.388 27.625 -1.512 0.09 -0.222 -0.08
O 13.539 29.926 -1.548 -0.077 -0.097 0.452
O 11.803 31.728 -0.587 0.212 -0.303 0.5
O 9.61 33.749 -0.608 0.033 0.112 0.494
O 13.02 35.773 -1.528 0.306 -0.123 0.489
O 16.633 33.469 -3.456 -0.17 -0.076 0.339
O 10.587 35.813 -2.732 -0.251 0.105 -0.269
O 9.253 35.754 -6.189 0.007 -0.303 0.053
O 13.501 40.191 -1.423 -0.341 0.144 0.232
O 15.326 39.635 -3.298 -0.112 0.23 -0.393
O 12.11 42.261 -0.543 0.202 0.151 0.148
O 10.26 44.035 -1.083 0.073 -0.047 0.096
O 13.208 45.388 -1.705 0.153 0.422 0.2
O 13.435 46.983 -3.572 0.019 -0.097 0.12
O 12.101 47.794 -0.88 0.339 -0.387 0.257
O 10.339 49.778 -1.846 0.1 -0.284 0.392
O 12.241 56.471 -2.533 -0.086 0.045 0.1
O 15.524 56.297 -3.843 0.061 -0.029 0.455
O 12.018 54.451 -0.949 0.038 -0.438 0.077
O 9.764 56.057 -0.567 -0.43 0.097 0.474
O 12.449 58.579 -0.407 0.138 0.147 0.597
O 12.363 60.958 -4.107 0.333 0.188 0.346
O 10.661 60.156 -1.277 0 0.125 0.06
O 7.12 63.442 -1.373 -0.039 0.059 0.163
O 13.926 61.373 -0.896 0.035 -0.041 0.365
O 12.807 63.814 -0.697 -0.002 -0.115 0.278
O 1.283 4.416 21.844 0.165 -0.109 0.102
O -3.04 2.696 24.138 0.029 -0.054 -0.187
O 5.001 0.365 21.161 0.401 -0.123 -0.458
O 2.958 2.437 21.112 -0.27 0.455 -0.549
O 0.015 10.882 20.913 -0.087 -0.194 -0.177
O 2.021 9.579 21.692 -0.271 -0.174 -0.166
O 5.34 5.636 21.06 0.121 0.02 -0.429
O 3.32 7.277 21.659 -0.151 0.016 0.004
O 1.338 16.545 24.026 0.2 -0.159 -0.161
O 1.848 14.999 22.048 -0.047 0.128 -0.233
O 5.307 11.161 20.992 0.03 -0.318 -0.419
O 3.312 13.219 20.99 -0.577 0.26 -0.216
O 1.455 20.431 22.065 0.081 -0.306 -0.427
O -0.114 21.855 20.626 0.208 0.316 0.032
O 4.744 16.737 24.018 -0.151 0.135 -0.241
O 4.415 18.185 21.92 -0.149 -0.119 -0.313
O 1.802 25.574 21.844 0.186 -0.014 0.171
O 0.165 27.449 21.113 0.202 -0.297 -0.279
O 3.967 24.049 22.026 0.099 0.105 -0.112
O 1.662 23 22.561 -0.219 0.057 -0.345
O 2.903 30.162 20.288 0.045 0.259 -0.333
O 1.306 31.376 21.869 -0.285 -0.115 0.035
O 1.74 26.537 26.049 -0.185 -0.316 0.004
O 4.171 28.768 22.055 0.133 0.016 -0.373
O -1.093 38.54 23.978 -0.018 0.347 -0.393
O -0.871 36.967 27.806 -0.041 -0.033 -0.103
O 1.612 36.786 21.987 -0.016 0.286 -0.469
O 7.019 28.274 27.779 -0.057 -0.325 -0.137
O 1.446 42.984 25.822 -0.045 -0.03 -0.225
O 0.695 42.502 21.617 0.117 -0.232 -0.043
O 2.859 40.978 21.213 -0.337 0.288 -0.469
O 4.929 39.347 22.068 -0.312 0.478 -0.328
O -0.072 49.362 21.062 -0.023 -0.017 -0.317
O 1.353 47.335 21.858 0.035 -0.374 -0.086
O 3.616 45.462 21.59 0.245 0.394 -0.168
O 3.671 44.453 26.143 -0.079 0.311 -0.032
O 2.598 52.05 20.995 0.204 -0.183 -0.216
O 1.264 54.135 21.81 0.223 0.054 -0.505
O 6.441 50.48 23.737 0.279 0.044 -0.026
O 4.082 50.119 21.74 0.277 0.137 -0.142
O 0.283 59.051 24.062 -0.106 0.247 -0.025
O 1.423 58.665 21.911 0.119 0.286 -0.139
O 4.522 54.896 21.921 -0.115 0.097 -0.378
O 3.011 56.986 21.012 -0.374 0.031 -0.135
O 0.177 65.24 21.098 -0.087 0.477 -0.1
O -0.924 66.859 24.379 0.002 0.292 -0.36
O 2.248 63.111 21.069 0.373 -0.334 -0.128
O 3.551 61.077 22.138 -0.086 -0.035 0.309
O 6.88 3.92 22.225 -0.009 -0.008 -0.463
O 7.533 -0.26 24.676 0.175 -0.153 -0.242
O 10.867 0.227 20.96 -0.164 0.01 -0.037
O 9.291 -1.074 22.634 0.134 -0.431 -0.193
O 6.915 9.073 21.858 -0.016 0.064 -0.24
O 8.344 7.716 23.864 -0.006 0.15 -0.075
O 8.96 6.814 21.594 -0.362 0.327 -0.278
O 10.871 5.532 20.461 -0.299 0.17 -0.287
O 7.947 14.034 21.079 0.042 -0.142 -0.12
O 5.934 16.125 21.032 -0.417 0.406 -0.749
O 7.935 12.659 24.232 -0.016 -0.009 0.117
O 9.698 12.373 22.178 -0.092 0.349 -0.532
O 5.41 22.074 21.084 -0.056 -0.214 -0.056
O 2.067 21.219 24.527 0.035 0.468 -0.195
O 9.231 17.976 21.865 -0.35 -0.36 -0.351
O 8.894 19.694 23.917 0.054 0.128 -0.279
O 6.782 27.124 21.863 -0.309 -0.095 -0.24
O 8.103 24.969 21.13 0.293 -0.011 -0.492
O 11.071 23.232 24.616 -0.14 0.254 0.146
O 9.797 23.488 22.34 -0.056 0.177 -0.527
O 7.197 33.561 26.707 0.125 -0.25 0.193
O 5.645 32.782 20.631 0.02 0.298 0.279
O 10.76 27.626 21.056 0.1 -0.068 -0.459
O 8.65 29.059 21.858 0.35 0.49 -0.015
O 8.466 35.535 20.992 0.129 0.128 0.041
O 6.913 37.579 21.926 0.175 -0.35 -0.078
O 7.728 32.355 22.195 0.223 -0.337 -0.842
O 8.415 34.332 24.027 -0.166 -0.003 -0.1
O 5.486 43.771 20.934 -0.227 -0.362 -0.577
O 7.152 42.126 21.874 -0.112 -0.161 -0.036
O 8.936 40.276 21.287 -0.099 0.278 0.188
O 10.83 38.528 20.873 0.125 0.115 -0.645
O 8.245 46.33 21.23 -0.003 -0.084 -0.493
O 6.753 48.384 22.026 0.053 0.129 -0.232
O 14.126 43.568 27.818 0.052 0.038 0.062
O 9.896 44.283 21.874 0.139 0.287 -0.062
O 6.91 53.814 21.798 0.189 -0.257 -0.265
O 8.349 51.832 21.07 -0.088 0.067 -0.371
O 9.086 48.478 25.099 0.256 0.21 -0.036
O 9.998 49.993 21.982 0.064 -0.132 -0.271
O 5.885 60.034 21.717 0.197 0.083 -0.425
O 7.591 58.069 21.732 -0.049 -0.1 -0.022
O 9.684 56.511 21.719 -0.347 0.303 -0.205
O 11.105 54.537 20.963 0.069 -0.137 -0.782
O 3.185 65.582 25.589 0.042 0.033 -0.127
O 6.691 64.385 22.311 -0.121 -0.102 -0.239
O 9.923 59.198 21.075 0.104 0.113 0.219
O 9.376 61.539 22.306 0.289 -0.265 -0.46
O 12.662 4.886 22.07 0.167 0.017 -0.253
O 10.501 2.523 22.208 -0.334 -0.011 -0.707
O 14.503 1.305 21.947 -0.013 -0.449 -0.233
O 14.925 3.779 25.936 -0.007 -0.072 -0.202
O 12.614 9.868 21.966 -0.2 -0.212 -0.333
O 12.165 9.617 24.595 0.132 -0.194 -0.146
O 15.55 5.981 21.61 0.159 0.186 -0.11
O 14.023 8.096 20.755 -0.032 0.255 -0.431
O 11.237 16.398 21.069 -0.223 0.165 -0.427
O 13.642 14.874 21.296 0.108 -0.242 0.007
O 14.778 12.613 21.949 -0.024 -0.247 -0.027
O 13.404 14.184 23.752 0.107 0 -0.022
O 11.976 20.746 21.842 -0.073 0.256 -0.441
O 13.686 19.216 20.543 -0.174 0.375 -0.096
O 15.955 18.454 24.272 -0.196 0.005 -0.413
O 15.4 17.723 21.782 0.027 -0.242 -0.371
O 12.416 26.06 22.303 -0.227 0.034 -0.536
O 18.268 27.146 28.577 -0.114 -0.058 0.043
O 15.206 23.847 21.975 0.223 0.333 -0.494
O 15.21 24.062 24.724 0.369 0.058 -0.197
O 12.41 32.015 22.131 -0.12 -0.264 0.113
O 13.499 30.519 23.955 -0.265 0.346 0.199
O 14.811 29.029 22.174 0.046 -0.018 -0.303
O 12.041 36.495 21.625 0.038 -0.314 -0.377
O 12.288 35.056 23.687 0.127 0.043 -0.158
O 16.509 33.559 21.035 -0.302 -0.336 -0.308
O 15.094 31.771 22.265 0.105 -0.03 -0.298
O 11.105 43.878 24.171 0.015 -0.186 -0.386
O 11.779 42.397 21.988 -0.113 -0.267 -0.267
O 16.14 38.678 21.086 -0.031 -0.332 0.084
O 13.861 40.779 21.089 0.094 -0.237 -0.207
O 13.716 46.485 21.188 -0.143 0 -0.283
O 12.044 48.305 22.056 -0.252 0.049 0.089
O 14.125 48.501 28.618 -0.021 -0.142 0.356
O 12.575 44.729 29.65 -0.02 0.294 0.523
O 13.223 52.861 21.068 -0.007 0.091 -0.019
O 14.867 51.245 22.14 -0.104 -0.321 -0.016
O 12.321 50.945 22.603 -0.148 0.162 0.376
O 11.812 59.974 24.458 0.02 -0.126 -0.35
O 12.291 58.896 22.041 0.155 -0.153 -0.221
O 13.848 57.145 21.009 0.121 0.278 0.045
O 15.248 55.061 21.782 -0.5 -0.077 -0.304
O 11.949 63.884 22.161 -0.248 0.384 0.051
O 13.907 62.525 21.211 -0.144 0.226 -0.188
O 15.523 60.456 21.895 -0.255 -0.05 -0.56
O 15.528 61.446 24.313 -0.008 -0.162 0.038
O -0.414 -0.208 26.511 0.004 0.096 -0.099
O -1.396 -1.48 24.392 0.074 0.086 -0.379
O -0.933 3.542 22.865 0.183 0.106 -0.307
O 0.168 5.645 24 -0.058 -0.067 -0.477
O 2.526 5.27 28.266 0.238 0.213 -0.042
O 0.957 3.604 27.037 0.034 0.04 -0.016
O 1.571 7.91 23.671 -0.177 0.328 -0.029
O 5.155 7.006 24.248 0.16 0.044 -0.111
O -0.554 14.8 23.039 -0.033 -0.233 -0.387
O -2.735 13.376 27.684 0.017 0.321 -0.076
O 2.869 14.692 26.879 -0.071 -0.046 0.116
O 1.523 13.965 24.566 -0.029 -0.106 -0.43
O -2.195 14.739 29.945 0.037 0.284 0.326
O 0.241 17.021 26.358 0.209 0.148 -0.03
O 4.031 19.401 24.212 0.029 0.051 -0.129
O 1.907 18.781 25.538 0.014 -0.162 -0.08
O -0.401 21.801 23.595 0.213 -0.254 -0.208
O -2.977 22.655 23.387 -0.05 0.071 -0.255
O 2.542 24.814 24.232 0.184 -0.321 -0.117
O 3.955 25.001 26.379 -0.053 -0.005 -0.177
O 4.216 28.576 24.621 -0.141 -0.066 -0.224
O 5.248 29.933 26.488 -0.035 -0.097 -0.121
O -1.944 34.893 22.036 0.405 0.182 -0.387
O 0.591 33.102 23.656 -0.403 -0.281 -0.208
O 1.55 38.163 24.23 0.168 0.188 0.083
O 3.936 37.476 26.265 -0.236 -0.336 -0.316
O -0.434 43.033 23.953 -0.4 0.028 -0.195
O -5.961 34.966 25.849 0.081 0.032 -0.012
O 0.648 40.669 24.52 -0.02 -0.154 0.093
O 2.899 46.5 23.828 0.077 -0.158 0.092
O -4.577 44.575 26.897 0.231 -0.035 0.192
O -1.049 44.554 21.883 -0.066 0.139 -0.078
O 1.27 45.645 26.453 0.045 0.264 -0.28
O -4.909 47.961 29.403 -0.085 -0.342 -0.008
O -0.602 47.581 26.764 -0.186 0.094 -0.24
O 2.13 49.2 23.492 -0.184 0.199 -0.033
O 4.613 48.612 23.681 0.115 -0.269 -0.078
O 0.591 56.424 23.133 -0.104 -0.082 -0.25
O -0.058 53.907 24.064 -0.146 -0.077 -0.382
O 3.448 58.882 26.352 0.345 0.119 -0.134
O 2.6 57.644 24.193 -0.113 -0.155 -0.268
O -1.967 60.706 28.328 -0.092 -0.131 0.277
O -1.751 62.626 26.503 0.208 -0.074 0.168
O 1.002 65.167 24.148 0.045 0.174 0.044
O 1.059 65.786 28.662 0.183 0.089 -0.067
O 11.173 0.387 23.632 0.101 -0.2 -0.163
O 5.337 -1.615 25.534 0.161 -0.189 -0.237
O 7.297 4.325 24.955 0.011 -0.032 -0.251
O 4.908 4.341 24.05 -0.007 0.127 -0.006
O 6.214 2.065 24.077 -0.027 0.18 -0.303
O 8.606 10.311 23.408 -0.119 -0.207 -0.309
O 10.557 8.529 22.763 0.009 0.253 -0.439
O 6.39 9.351 24.456 0.044 0.229 -0.343
O 7.247 15.633 28.505 -0.05 0.127 0.177
O 6.704 15.033 24.682 -0.003 0.112 -0.163
O 11.93 16.797 28.233 0.111 -0.447 0.227
O 6.455 18.713 23.702 0.215 -0.342 -0.288
O 6.81 21.077 24.925 0.27 -0.352 -0.243
O 7.23 20.722 22.199 -0.044 -0.121 -0.402
O 9.422 25.322 24.382 -0.148 0.04 -0.293
O 12.384 25.533 24.926 0.217 -0.296 -0.409
O 6.123 23.668 25.555 -0.064 0.184 0.053
O 12.157 27.078 27.009 -0.166 -0.052 -0.017
O 6.413 29.369 23.294 0.055 -0.092 -0.037
O 8.193 27.654 24.129 -0.202 -0.034 -0.041
O 5.842 33.307 23.798 0.082 -0.1 -0.222
O 6.713 35.988 27.727 0.108 0.144 0.13
O 3.695 36.637 23.759 0.153 -0.02 -0.214
O 5.816 37.953 24.319 0.36 0.069 -0.128
O 8.126 38.272 27.591 -0.238 0.108 -0.102
O 7.316 39.92 23.297 -0.308 0.099 0.181
O 3.705 43.787 23.659 -0.089 -0.03 -0.276
O 6.032 44.212 24.655 -0.219 -0.104 -0.513
O 8.249 45.743 25.043 0.116 0.008 -0.2
O 8.172 43.129 25.821 0.017 -0.095 -0.251
O 4.095 49.699 27.498 0.085 -0.408 -0.21
O 3.869 51.133 24.2 -0.118 -0.034 -0.245
O 6.714 47.848 24.664 0.015 0.075 -0.306
O 11.314 49.412 24.378 0.019 -0.122 -0.61
O 5.55 53.123 23.933 0.089 0.396 0.086
O 6.397 55.666 23.573 -0.119 0.281 -0.181
O 7.348 57.897 24.966 0.002 0.072 -0.124
O 9.524 58.326 23.564 0.202 -0.019 -0.375
O 4.629 59.304 23.955 0.32 0.395 -0.114
O 5.431 61.835 23.757 0.171 -0.188 -0.138
O 8.142 60.405 24.394 -0.108 0.148 -0.305
O 9.515 62.492 32.95 -0.06 0.173 0.136
O 7.991 -2.712 24.16 0.134 -0.061 -0.127
O 12.882 7.444 23.176 0.055 0.077 0.027
O 12.314 11.339 26.511 -0.068 -0.079 0.088
O 10.426 11.677 24.689 -0.137 0.098 -0.104
O 9.416 14.702 24.59 0.015 -0.179 -0.149
O 14.411 15.521 25.715 -0.1 -0.409 -0.429
O 15.575 15.399 27.95 0.322 0.064 0.374
O 11.795 15.842 25.054 0.161 0.045 -0.246
O 9.52 17.251 24.486 -0.241 0.141 -0.183
O 13.755 16.892 23.634 0.052 -0.045 -0.312
O 13.857 19.465 23.247 0.035 0.261 -0.202
O 11.323 18.64 23.303 0.036 -0.159 -0.123
O 12 20.8 24.558 0.214 -0.249 -0.295
O 10.857 27.49 24.023 0.032 0.232 -0.091
O 13.44 27.819 24.067 -0.025 -0.162 -0.039
O 16.847 30.984 26.26 0.238 0.088 -0.302
O 15.53 29.175 24.83 -0.258 -0.139 -0.268
O 7.499 30.929 27.364 -0.066 -0.17 0.142
O 4.383 31.108 23.415 -0.132 -0.281 -0.377
O 10.125 36.457 23.671 -0.131 0.095 0.11
O 10.588 33.507 21.027 0.014 0.047 -0.424
O 15.487 41.856 26.282 0.052 -0.26 -0.266
O 14.6 35.973 24.456 -0.164 -0.011 -0.314
O 10.68 42.346 26.234 0.034 0.006 0.067
O 9.397 41.959 23.235 -0.083 -0.261 -0.217
O 13.725 46.152 27.663 -0.014 -0.096 -0.067
O 13.182 42.859 25.412 -0.022 -0.142 -0.226
O 11.209 50.368 28.814 0.108 0.221 0.151
O 7.785 47.295 27.086 -0.132 0.167 0.166
O 10.965 52.755 28.16 -0.279 0.261 0.14
O 13.36 53.171 23.64 0.213 -0.288 -0.428
O 12.085 57.393 24.241 0.198 0.176 -0.216
O 14.182 59.116 23.857 0.097 0.022 -0.01
O 10.358 62.023 24.822 -0.075 0.037 -0.182
O 12.322 61.405 26.68 -0.066 0.039 0.008
O 13.029 62.379 24.388 -0.112 -0.087 -0.34
O 3.523 0.726 29.526 0.108 -0.054 0.081
O 1.572 3.287 29.625 -0.283 -0.11 0.363
O 9.997 7.52 28.114 -0.042 -0.136 0.131
O 2.786 5.649 24.018 -0.047 -0.051 -0.204
O 1.529 6.653 26.102 0.036 0.057 -0.231
O 2.798 12.211 26.173 0.279 0.019 -0.167
O 4.187 14.206 24.737 0.087 0.242 -0.259
O 4.989 16.149 26.519 0.131 -0.276 0.085
O 4.154 15.026 29.129 0.106 -0.003 -0.1
O -0.371 13.041 28.834 0.219 -0.158 -0.217
O -4.534 20.387 30.586 -0.131 0.086 0.343
O 3.663 20.645 26.534 -0.199 0.007 -0.14
O 1.592 23.938 26.612 0.108 0.111 -0.118
O 4.838 22.848 27.679 -0.036 0.349 0.057
O 8.506 22.935 24.62 -0.023 0.041 -0.146
O 6.073 26.917 29.801 0.195 -0.259 0.33
O 4.673 27.474 27.272 -0.048 -0.161 0.167
O 2.648 28.949 26.702 0.101 0.183 0.247
O 1.513 35.445 24.323 0.024 0.157 0.062
O -3.776 37.693 23.882 0.041 0.075 -0.163
O 5.104 38.273 28.548 0.16 0.153 -0.12
O -1.077 36.905 30.465 -0.346 0.271 0.072
O 2.574 33.745 29.215 -0.094 -0.348 -0.127
O 1.373 44.675 22.889 -0.208 -0.1 0.311
O 0.549 47.384 24.509 -0.015 0.167 0.034
O 4.773 42.099 25.622 -0.138 0.067 -0.26
O 1.983 48.274 26.58 0.016 0.148 -0.193
O 3.143 47.617 28.799 -0.116 -0.216 0.334
O -0.716 50.626 30.189 -0.137 -0.008 -0.006
O 1.549 49.816 28.689 -0.097 0.188 0.255
O 4.63 52.095 28.326 0.104 0.168 0.291
O 2.136 53.049 28.706 -0.127 -0.116 0.227
O -1.282 56.5 27.752 0.144 0.235 0.328
O 0.064 55.701 25.789 0.312 -0.15 -0.168
O 1.125 57.793 27.074 -0.275 -0.012 0.151
O 2.451 59.338 28.821 0.276 -0.032 0.101
O 0.375 60.843 29.643 -0.109 0.138 0.394
O -0.872 67.633 27.89 -0.237 -0.036 -0.072
O 1.679 63.398 25.936 -0.034 0.094 -0.021
O 3.439 68.37 27.812 0.111 -0.002 -0.232
O 2.498 -1.657 30.147 -0.162 -0.074 0.207
O 5.048 0.576 27.317 -0.098 -0.269 -0.176
O 7.848 2.032 26.184 -0.108 -0.335 -0.345
O 8.746 1.741 23.704 0.146 -0.116 -0.802
O 5.555 8.488 28.35 0.104 -0.317 -0.043
O 4.083 5.799 26.283 0.128 0.151 -0.172
O 8.026 9.308 28.157 -0.227 -0.283 -0.019
O 10.158 9.589 26.354 -0.193 -0.219 -0.258
O 8.054 13.825 26.636 -0.072 0.198 0.01
O 5.544 13.829 27.384 0.066 0.223 0.16
O 9.855 16.112 26.792 -0.276 0.249 0.144
O 9.457 16.963 29.236 0.065 -0.002 -0.007
O 11.923 23.624 29.793 0.169 -0.213 -0.104
O 9.495 23.334 28.784 -0.232 0.094 0.313
O 11.405 24.448 27.298 -0.244 -0.245 -0.119
O 9.625 27.193 26.363 0.004 -0.239 -0.207
O 13.971 25.058 26.933 -0.291 0.089 -0.403
O 6.175 25.39 27.659 0.197 0.146 0.276
O 10.785 28.286 28.77 -0.144 0.021 0.081
O 9.652 32.107 26.678 0.018 -0.084 -0.137
O 10.951 38.132 32.589 0.067 -0.146 0.455
O 3.791 40.02 26.875 0.05 -0.061 0.162
O 7.823 31.875 24.814 0.221 0.187 -0.178
O 5.185 41.771 28.314 0.144 -0.212 0.298
O 3.793 33.585 22.129 0.031 0.177 -0.412
O 9.448 39.742 33.821 0.174 -0.206 0.419
O 7.314 40.381 29.082 -0.307 -0.008 0.422
O 8.883 40.781 27.032 0.085 -0.05 -0.142
O 6.618 44.931 27.02 0.238 0.013 -0.082
O 8.935 48.922 28.908 -0.056 0.388 0.198
O 7.953 45.501 29.143 0.025 -0.112 0.067
O 6.703 50.407 28.332 0.274 -0.016 0.246
O 5.712 51.399 26.087 0.361 0.14 -0.272
O 9.008 55.139 27.943 0.233 0.033 0.364
O 9.389 53.482 26.054 0 0.182 0.081
O 9.863 56.042 25.455 -0.075 0.223 0.031
O 7.331 55.439 25.954 -0.15 -0.185 0.051
O 4.983 56.984 25.329 0.049 -0.118 -0.332
O 10.829 59.764 28.276 0.182 0.236 -0.044
O 9.497 59.105 26.104 -0.087 0.066 -0.261
O 13.163 5.331 24.571 -0.058 0.168 -0.246
O 15.175 4.659 28.336 -0.102 -0.018 0.116
O 10.669 6.04 23.595 -0.098 -0.393 -0.206
O 10.774 2.371 25.16 -0.141 -0.224 -0.422
O 12.703 11.361 29.1 -0.034 0.221 0.29
O 14.82 10.987 27.639 0.111 -0.057 0.034
O 10.519 12.312 30.225 -0.305 -0.003 0.366
O 10.568 14.576 28.834 0.104 0.023 -0.18
O 16.11 16.419 30.704 0.367 -0.144 0.363
O 13.907 17.504 29.793 0.218 -0.04 0.062
O 12.623 19.36 28.276 -0.108 0.038 -0.155
O 14.232 17.667 27.189 -0.182 0.286 0.096
O 15.626 22.98 27.156 -0.116 -0.034 -0.134
O 17.637 22.223 28.654 -0.077 -0.01 -0.059
O 13.297 22.665 25.99 -0.007 0.269 -0.176
O 14.893 32.75 26.532 -0.18 -0.21 -0.03
O 15.56 26.452 30.454 0.137 -0.067 -0.023
O 17.728 27.803 31.059 0.023 0.073 0.347
O 10.794 29.545 26.471 -0.112 -0.065 -0.246
O 16.507 28.455 27.115 -0.188 -0.313 -0.111
O 14.817 31.447 30.918 0.043 0.122 0.032
O 17.487 33.604 26.12 0.051 0.21 -0.088
O 13.956 33.217 24.053 -0.11 -0.333 0.051
O 13.475 32.427 28.708 0.218 0.265 0.289
O 13.944 38.087 26.118 -0.027 0.137 0.209
O 14.253 34.947 28.85 -0.071 -0.126 -0.125
O 8.329 36.481 25.649 -0.207 -0.157 -0.132
O 11.547 36.772 27.672 0.202 -0.021 0.083
O 14.796 39.445 28.296 -0.048 0.184 0.149
O 18.825 40.47 30.053 0.051 0.173 0.101
O 13.114 41.198 27.415 0.121 0.007 -0.254
O 9.165 43.204 28.269 0.205 0.095 0.039
O 10.824 48.576 26.965 0.267 0.009 -0.016
O 18.602 43.839 28.196 -0.123 -0.083 -0.007
O 9.982 50.931 26.188 -0.051 -0.023 -0.21
O 10.837 51.995 30.846 -0.003 -0.052 0.248
O 14.419 53.79 25.913 0.004 -0.121 -0.115
O 11.959 52.6 25.757 -0.126 -0.227 0.213
O 12.319 55.158 25.398 -0.232 -0.199 -0.063
O 11.492 57.496 26.832 -0.08 0.376 -0.267
O 13.162 62.968 28.688 -0.118 0.153 0.329
O -0.54 4.473 30.829 0.017 -0.239 0.047
O -4.097 3.875 26.465 -0.011 -0.023 -0.222
O 1.49 0.411 31.284 -0.137 0.006 0.332
O 3.325 -2.045 23.877 0.038 0.06 -0.199
O 3.641 10.388 28 0.101 0.066 -0.206
O -1.827 8.982 31.102 -0.023 0.103 -0.09
O 1.059 11.007 27.845 -0.033 0.045 0.099
O 2.758 12.724 28.855 -0.113 0.166 0.022
O 3.908 9.191 23.438 -0.009 0.225 -0.421
O 4.367 8.905 26.001 -0.064 0.234 -0.36
O 2.292 16.329 31.492 -0.016 -0.266 -0.067
O 0.874 18.589 31.579 0.162 0.149 0.046
O 0.462 25.431 33.803 -0.001 0.142 -0.234
O 0.349 24.706 28.849 0.2 0.159 -0.082
O 3.52 21.083 29.15 0.03 -0.118 0.27
O 2.893 23.348 30.404 0.251 0.109 0.424
O 1.138 31.047 30.911 0.11 0.145 0.203
O 3.862 30.914 30.879 -0.127 0.084 0.412
O 0.498 35.279 29.011 -0.023 -0.014 0.023
O 3.184 33.234 24.563 0.189 0.17 -0.279
O 3.992 36.047 29.338 0.012 0.089 -0.032
O 2.481 38.373 28.442 -0.284 0.031 0.061
O -0.906 44.321 30.466 -0.088 -0.245 -0.074
O 1.549 45.222 30.301 -0.158 0.064 0.552
O -0.449 46.545 29.106 0.122 0.271 0.265
O 3.111 42.992 30.539 -0.089 0.147 0.116
O 0.703 42.218 31.114 -0.002 -0.139 -0.091
O -2.395 51.752 32.138 0.12 0.618 0.652
O -2.349 54.462 31.485 -0.323 -0.201 0.104
O 1.74 51.227 30.946 -0.081 0.175 -0.23
O 1.127 48.687 30.969 -0.011 -0.321 0.239
O 0.244 53.327 26.948 0.231 -0.052 -0.115
O 1.105 55.447 28.241 -0.12 -0.267 0.246
O -0.273 53.783 29.743 -0.175 -0.061 0.587
O 0.98 68.47 32.097 0.149 -0.099 0.215
O -1.689 59.933 31.032 -0.116 -0.084 0.319
O -1.585 65.413 28.985 -0.069 0.209 0.359
O 2.059 61.751 27.915 -0.048 0.012 -0.06
O 5.736 2.229 29.163 0.102 0.035 0.344
O 7.662 6.923 29.186 -0.1 0.026 0.493
O 3.082 7.764 27.947 0.088 -0.228 0.347
O 8.15 5.637 32.18 -0.128 0.141 -0.315
O 9.653 4.989 29.121 0.07 0.279 -0.184
O 5.071 12.466 29.932 0.155 0.042 0.345
O 7.5 12.997 29.022 -0.185 0.012 0.189
O 6.689 8.95 30.635 -0.248 -0.158 0.232
O 6.612 13.988 31.331 -0.195 0.041 0.157
O 7.561 16.454 31.049 -0.091 0.044 0.333
O 7.213 18.292 29.073 -0.148 0.083 0.257
O 6.926 22.149 32.058 0.192 -0.072 -0.07
O 7.166 23.389 29.768 -0.121 0.395 0.388
O 2.743 32.767 32.225 -0.137 0.144 0.374
O 5.812 29.101 31.333 0.295 -0.089 0.077
O 8.142 27.796 31.279 -0.044 -0.049 0.155
O 10.863 30.928 28.717 -0.239 -0.17 0.214
O 4.9 34.05 27.917 0.071 0.01 -0.047
O 5.414 35.446 25.559 -0.16 0.135 0.02
O 6.14 36.851 30.724 0.092 -0.378 0.242
O 12.592 36.786 30.176 0.036 0.089 -0.003
O 10.29 37.931 29.906 -0.08 -0.156 0.1
O 5.723 46.938 28.59 0.135 0.22 0.263
O 4.055 45.247 29.629 0.082 -0.065 0.126
O 6.394 40.145 26.587 0.095 -0.158 -0.134
O 6.981 43.031 29.725 -0.001 0.024 0.23
O 4.333 54.593 28.676 0.049 -0.028 -0.02
O 3.834 52.828 30.707 -0.067 0.063 0.361
O 4.666 47.547 30.939 -0.192 0.192 0.117
O 6.708 49.062 30.553 0.104 -0.265 0.013
O 5.775 56.771 29.221 -0.057 0.253 0.024
O 3.4 56.999 28.185 -0.074 -0.253 -0.117
O 3.644 56.055 30.717 -0.012 0.033 0.499
O 8.164 56.251 30.228 -0.095 -0.012 0.476
O 4.842 63.087 31.213 -0.004 -0.129 0.135
O 8.029 60.529 32.355 -0.3 -0.075 -0.244
O 9.452 4.266 26.356 0.12 0.223 -0.171
O 8.455 2.643 29.522 0.133 -0.008 -0.077
O 10.615 2.683 27.997 0.006 -0.067 0.084
O 13.732 -0.406 31.495 0.206 0.014 0.182
O 10.919 3.08 30.588 -0.016 0.145 0.439
O 10.384 10.098 28.833 0.108 0.362 -0.038
O 9.844 7.063 30.733 0.042 0.01 0.359
O 7.113 4.043 27.735 -0.104 -0.175 0.114
O 13.274 4.16 30.164 -0.103 0.13 0.03
O 11.807 14.473 31.148 0.189 0.109 0.086
O 9.192 14.387 31.117 0.025 0.328 -0.073
O 11.637 9.974 31.064 0.112 -0.143 0.25
O 13.846 11.236 31.904 -0.052 -0.01 -0.184
O 11.352 21.682 28.116 0.026 -0.011 0.134
O 8.087 20.921 29.244 -0.033 0.013 0.08
O 13.693 16.173 32.019 -0.069 -0.021 0.312
O 13.701 21.688 29.227 -0.216 0.189 -0.076
O 16.533 24.221 31.489 -0.115 0.115 0.489
O 14.429 24.125 29.963 -0.2 0.233 0.066
O 12.291 31.702 26.527 0.12 0.385 0.117
O 15.182 28.942 30.747 0.031 0.03 -0.058
O 21.967 30.198 29.017 -0.055 -0.289 0.101
O 14.471 30.253 27.18 0.132 0.082 0.273
O 8.48 37.601 31.708 -0.149 0.156 -0.188
O 12.203 39.015 28.543 0.124 -0.158 -0.226
O 16.499 38.883 26.328 0.099 0.242 0.036
O 11.643 34.231 28.136 0.033 0.008 0.1
O 9.159 43.978 30.84 0.151 -0.042 0.295
O 10.941 45.874 31.336 -0.094 -0.068 -0.134
O 13.217 40.81 30.085 0.002 0.299 0.092
O 14.618 42.181 31.747 -0.271 0.293 0.295
O 10.794 56.125 29.593 0.092 0.1 -0.011
O 8.516 50.899 30.482 0.132 0.104 0.134
O 13.272 49.608 30.813 0.059 -0.188 0.285
O 13.228 51.911 29.6 0.008 0.158 0.028
O 9.843 60.912 30.572 -0.17 -0.098 0.135
O 9.179 57.739 28.274 -0.01 -0.041 -0.021
O 13.208 57.297 29.376 -0.02 0.203 0.23
O 11.209 58.585 30.556 -0.061 0.185 -0.045
O 14.442 62.437 31.028 0.07 -0.082 0.01
O 0.158 7.364 31.292 0.397 0.28 0.007
O 5.76 20.313 28.159 -0.144 0.186 -0.051
O 5.214 24.219 31.29 0.11 0.416 0.116
O 10.167 29.573 30.938 -0.186 -0.037 0.228
O 11.924 63.431 31.017 0.221 0.272 0.072

Results
total energy: -434296.179 eV
total energy less fixed offsets of O -438.25, Si -107.07 eV per atom: 16.101 eV
